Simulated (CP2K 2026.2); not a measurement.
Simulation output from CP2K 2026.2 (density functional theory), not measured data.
Periodic cell of 1152 atoms, Si864O288, from a study of silicon, its oxide and their interface. The atomic structure is a simulated model.
Doubt: the forces sum to 5.21 eV/angstrom along one axis rather than to zero, so they err by at least 0.0045 eV/angstrom per atom on average; the grid cutoff is modest.

Settings: functional PBE; method Gaussian and plane waves; basis set DZVP-MOLOPT-SR-GTH; pseudopotentials GTH-PBE; grid cutoff 350 Ry, relative cutoff 50 Ry; k points Gamma only; occupations fixed; spin none; net charge 0.

Cell vectors (angstrom)
a, 32.64, 0, 0
b, 0, 16.32, 0
c, -3.6217, 2.5577, 38.6927

Atoms: element, x, y, z (angstrom)
Si, 1.3273, 15.349, 0.3596
Si, 4.1136, 1.3629, 0.4979
Si, 1.8336, 3.4115, 0.0785
Si, 3.8219, 7.16, 0.101
Si, 1.4245, 9.2066, 0.0343
Si, 3.9708, 11.9501, 0.0158
Si, 2.5524, 18.0101, 38.5439
Si, 5.6063, 4.1108, 38.5797
Si, 3.4629, 6.4144, 38.6432
Si, 9.7217, 6.7605, 0.0106
Si, 6.3067, 9.8214, 0.026
Si, 9.64, 12.0573, 0.2519
Si, 12.4557, 14.6974, 0.049
Si, 14.9865, 1.3135, 0.1405
Si, 11.931, 4.5125, 0.0292
Si, 14.9745, 6.8214, 0.166
Si, 11.9213, 9.8854, 0.0197
Si, 14.7077, 12.5169, 0.0205
Si, 17.3165, 15.4998, 0.0388
Si, 16.5966, 4.3022, 38.6319
Si, 17.8993, 3.9356, 0.0659
Si, 20.12, 7.0222, 0.0659
Si, 17.957, 9.2494, 0.0487
Si, 20.6455, 11.89, 0.2598
Si, 23.325, 14.6612, 0.0932
Si, 25.5426, 1.4619, 0.0356
Si, 23.4017, 3.7352, 0.0373
Si, 22.7102, 8.9466, 38.6617
Si, 22.9446, 9.835, 0.0809
Si, 25.69, 12.593, 0.0285
Si, 28.8295, 14.5857, 0.1194
Si, 31.6632, 1.0528, 0.1127
Si, 28.5181, 4.1111, 0.1314
Si, 31.0331, 6.7957, 0.0067
Si, 28.9584, 9.2683, 0.0607
Si, 31.1536, 12.4813, 0.1134
Si, 2.727, 16.4046, 1.8263
Si, 5.5777, 2.8223, 1.4798
Si, 2.7695, 5.33, 1.2126
Si, 5.3315, 8.261, 1.4715
Si, 2.5627, 10.7753, 1.4264
Si, 5.2399, 13.6551, 1.163
Si, 7.9939, 16.3447, 1.2008
Si, 10.8141, 2.7663, 1.2022
Si, 8.1503, 5.5044, 1.2588
Si, 10.8706, 8.2592, 1.3675
Si, 7.9888, 10.8732, 1.3773
Si, 10.8569, 13.6482, 1.4196
Si, 13.5213, 16.3198, 1.3875
Si, 16.2801, 2.8168, 1.3778
Si, 13.5756, 5.4447, 1.437
Si, 16.3905, 8.1575, 1.4308
Si, 13.5697, 10.9407, 1.3398
Si, 16.319, 13.7001, 1.2545
Si, 19.074, 0.1074, 1.2691
Si, 21.8017, 2.7028, 1.388
Si, 19.0118, 5.487, 1.4293
Si, 21.7752, 8.1754, 1.3042
Si, 19.0738, 10.7402, 1.4826
Si, 21.8091, 13.5209, 1.4497
Si, 24.4273, 16.2672, 1.4116
Si, 27.2039, 2.5833, 1.3109
Si, 24.593, 5.3758, 1.2334
Si, 27.2751, 8.126, 1.2649
Si, 24.5378, 10.9685, 1.3387
Si, 27.2393, 13.5673, 1.4818
Si, 29.9887, 16.2435, 1.3367
Si, 0.1248, 2.6005, 1.4739
Si, 29.9803, 5.3152, 1.4585
Si, -0.0203, 7.963, 1.3441
Si, 30.007, 10.8726, 1.408
Si, 0.0654, 13.6532, 1.4286
Si, 1.3341, 1.4048, 3.0536
Si, 4.125, 4.1526, 2.7466
Si, 1.3887, 6.644, 2.6771
Si, 3.9717, 9.5399, 2.846
Si, 1.3215, 12.2144, 2.7773
Si, 4.0787, 14.8583, 2.8401
Si, 6.8386, 1.3576, 2.7733
Si, 9.4973, 4.1208, 2.6565
Si, 6.7696, 6.8263, 2.6686
Si, 9.4072, 9.5222, 2.7191
Si, 6.6707, 12.3503, 2.6316
Si, 9.4079, 15.0349, 2.6267
Si, 12.1396, 1.4106, 2.6464
Si, 14.9128, 4.0879, 2.7781
Si, 12.2532, 6.9043, 2.7325
Si, 14.9635, 9.5701, 2.6746
Si, 12.2088, 12.2568, 2.763
Si, 14.9572, 14.9915, 2.7202
Si, 17.7037, 1.4343, 2.6983
Si, 20.4488, 4.1199, 2.7133
Si, 17.6652, 6.784, 2.8279
Si, 20.445, 9.422, 2.8222
Si, 17.6739, 12.2743, 2.6253
Si, 20.3806, 14.9748, 2.6429
Si, 23.0766, 1.2995, 2.768
Si, 25.8841, 4.013, 2.6844
Si, 23.1866, 6.7659, 2.5823
Si, 25.876, 9.4889, 2.619
Si, 23.1995, 12.2322, 2.8137
Si, 25.8835, 14.9865, 2.7721
Si, 28.6029, 1.2864, 2.6806
Si, 31.3846, 4.0067, 2.7627
Si, 28.6005, 6.7723, 2.7227
Si, 31.3396, 9.4428, 2.7198
Si, 28.5707, 12.1461, 2.7873
Si, 31.2992, 14.9426, 2.8025
Si, -0.0455, 16.2845, 4.2441
Si, 2.7857, 2.806, 4.1938
Si, 0.0449, 5.3881, 4.131
Si, 2.665, 8.0786, 4.1076
Si, -0.0072, 10.8289, 4.1201
Si, 2.6966, 13.5288, 4.1693
Si, 5.4573, 16.2968, 4.1154
Si, 8.1916, 2.7488, 4.089
Si, 5.4503, 5.4983, 4.1048
Si, 8.1148, 8.1451, 4.0842
Si, 5.3808, 10.9543, 4.0838
Si, 8.0929, 13.6456, 4.0199
Si, 10.7898, 16.3741, 4.0194
Si, 13.5385, 2.7015, 4.0636
Si, 10.8661, 5.4858, 4.0343
Si, 13.6156, 8.2325, 4.0844
Si, 10.8085, 10.888, 4.0671
Si, 13.592, 13.6247, 4.084
Si, 16.3356, 16.361, 4.0522
Si, 19.0639, 2.7652, 4.0726
Si, 16.2712, 5.4427, 4.1387
Si, 19.0569, 8.1139, 4.1653
Si, 16.3137, 10.9368, 4.0289
Si, 19.0318, 13.6116, 4.0157
Si, 21.7162, 16.2788, 4.0948
Si, 24.4926, 2.6884, 4.0612
Si, 21.8306, 5.461, 4.0396
Si, 24.5077, 8.1335, 3.9905
Si, 21.8013, 10.8507, 4.1156
Si, 24.5348, 13.6134, 4.1369
Si, 27.2527, 16.3178, 4.1162
Si, 29.9466, 2.6624, 4.0658
Si, 27.2231, 5.3973, 4.0594
Si, 29.9458, 8.1309, 4.0918
Si, 27.197, 10.7945, 4.0921
Si, 29.9256, 13.5538, 4.122
Si, 1.3458, 14.9418, 21.8252
Si, 4.0818, 17.6782, 21.8376
Si, 1.3616, 4.0462, 21.8218
Si, 4.1077, 6.8297, 21.8279
Si, 1.3641, 9.4932, 21.8855
Si, 4.1088, 12.2399, 21.8498
Si, 6.7786, 14.9637, 21.8458
Si, 9.4974, 17.6841, 21.7643
Si, 6.8367, 4.1117, 21.7866
Si, 9.5302, 6.8221, 21.7947
Si, 6.8455, 9.5215, 21.8418
Si, 9.4926, 12.2377, 21.7532
Si, 12.1916, 14.9698, 21.66
Si, 14.9423, 17.708, 21.624
Si, 12.2132, 4.1276, 21.7364
Si, 14.9585, 6.7962, 21.64
Si, 12.242, 9.5229, 21.7164
Si, 14.963, 12.217, 21.6436
Si, 17.6663, 14.9568, 21.5915
Si, 20.402, 17.693, 21.6432
Si, 17.6801, 4.0729, 21.6818
Si, 20.428, 6.8056, 21.6816
Si, 17.6882, 9.531, 21.6456
Si, 20.4092, 12.2522, 21.6152
Si, 23.1223, 14.9852, 21.6895
Si, 25.8183, 17.686, 21.7129
Si, 23.1571, 4.1228, 21.7114
Si, 25.8139, 6.7743, 21.7912
Si, 23.138, 9.4611, 21.6838
Si, 25.8883, 12.224, 21.7215
Si, 28.591, 14.9274, 21.7574
Si, -1.396, 17.6504, 21.8307
Si, 28.5375, 4.0563, 21.8158
Si, -1.3675, 6.7831, 21.8131
Si, 28.557, 9.5462, 21.7952
Si, -1.3618, 12.2451, 21.8537
Si, 2.6895, 16.3058, 23.1849
Si, 5.5068, 2.7318, 23.1357
Si, 2.7265, 5.4507, 23.1287
Si, 5.4991, 8.1633, 23.2259
Si, 2.7825, 10.8565, 23.2188
Si, 5.4444, 13.5986, 23.2551
Si, 8.1586, 16.3368, 23.1815
Si, 10.8361, 2.7661, 23.0882
Si, 8.1631, 5.492, 23.1833
Si, 10.9347, 8.1642, 23.1305
Si, 8.238, 10.8615, 23.2068
Si, 10.8293, 13.6455, 23.0526
Si, 13.546, 16.3732, 22.9358
Si, 16.3094, 2.69, 23.0192
Si, 13.6309, 5.4807, 23.0574
Si, 16.2921, 8.1822, 22.9611
Si, 13.5999, 10.9024, 23.0386
Si, 16.3815, 13.5421, 22.9435
Si, 18.9781, 16.3494, 22.9345
Si, 21.7702, 2.7455, 22.9735
Si, 19.0541, 5.4519, 23.0046
Si, 21.7926, 8.1225, 23.0849
Si, 19.0921, 10.8748, 22.9687
Si, 21.6939, 13.6546, 22.9823
Si, 24.5032, 16.3084, 23.0719
Si, 27.102, 2.715, 23.1386
Si, 24.479, 5.4121, 23.2115
Si, 27.151, 8.1926, 23.1057
Si, 24.528, 10.8078, 22.9935
Si, 27.2647, 13.5528, 23.1114
Si, 29.8582, 16.2886, 23.192
Si, -0.0199, 2.6775, 23.1864
Si, 29.9208, 5.4068, 23.169
Si, -0.0495, 8.1294, 23.2284
Si, 29.8875, 10.9018, 23.2087
Si, 0.0108, 13.5956, 23.2344
Si, 1.3443, 17.6534, 24.5726
Si, 4.1803, 4.1475, 24.4343
Si, 1.3125, 6.6842, 24.5355
Si, 4.1787, 9.5282, 24.6105
Si, 1.4344, 12.2182, 24.5701
Si, 4.0244, 14.9818, 24.5923
Si, 6.8359, 17.7283, 24.5664
Si, 9.527, 4.1351, 24.516
Si, 6.8635, 6.8417, 24.6437
Si, 9.657, 9.5074, 24.5815
Si, 6.8754, 12.2157, 24.5766
Si, 9.5258, 14.9598, 24.5216
Si, 12.2093, 17.7009, 24.3736
Si, 14.9288, 4.0234, 24.356
Si, 12.3763, 6.8852, 24.4809
Si, 14.9906, 9.5417, 24.3666
Si, 12.1941, 12.2801, 24.3402
Si, 14.9566, 14.9591, 24.1139
Si, 17.6674, 17.6482, 24.3774
Si, 20.4262, 4.0769, 24.3459
Si, 17.6556, 6.8409, 24.2828
Si, 20.4366, 9.5467, 24.3598
Si, 17.7873, 12.221, 24.3479
Si, 20.2485, 15.0021, 24.3198
Si, 23.1022, 17.7161, 24.3377
Si, 25.81, 4.0135, 24.6389
Si, 23.0995, 6.7918, 24.5504
Si, 25.8156, 9.5308, 24.5276
Si, 23.1329, 12.2337, 24.1553
Si, 25.9196, 14.9363, 24.4007
Si, 28.3486, 17.6056, 24.4896
Si, -1.4331, 3.9711, 24.5559
Si, 28.4893, 6.8006, 24.4119
Si, -1.4353, 9.5349, 24.5803
Si, 28.5221, 12.2349, 24.6303
Si, -1.391, 14.9698, 24.5838
Si, -0.0572, 16.3489, 26.0003
Si, 2.8444, 2.7474, 25.7125
Si, -0.0353, 5.2271, 25.9683
Si, 2.7749, 8.0841, 25.8035
Si, 0.0464, 10.8804, 25.9012
Si, 2.7308, 13.5722, 26.0206
Si, 5.4109, 16.3791, 25.8927
Si, 8.1607, 2.8275, 25.9624
Si, 5.4702, 5.4499, 25.9717
Si, 8.3291, 8.1445, 26.0078
Si, 5.5892, 10.8376, 26.0264
Si, 8.2345, 13.5937, 25.9549
Si, 10.8636, 16.393, 25.8087
Si, 13.5989, 2.6753, 25.7559
Si, 11.078, 5.4262, 25.7531
Si, 13.6772, 8.3182, 25.8935
Si, 11.0306, 10.9608, 25.8886
Si, 13.5995, 13.7035, 25.4922
Si, 16.2667, 16.1739, 25.561
Si, 19.0621, 2.7099, 25.683
Si, 16.3279, 5.3862, 25.5901
Si, 19.0139, 8.2238, 25.645
Si, 16.4062, 10.8798, 25.674
Si, 19.029, 13.6106, 25.7885
Si, 21.6413, 16.3861, 25.5672
Si, 24.3596, 2.594, 25.9411
Si, 21.7268, 5.3649, 25.8516
Si, 24.4562, 8.1703, 25.9214
Si, 21.8553, 10.9595, 25.5855
Si, 24.4998, 13.5076, 25.5099
Si, 27.0668, 16.2603, 25.9854
Si, 29.6942, 2.6197, 25.7968
Si, 27.2292, 5.4869, 25.8733
Si, 29.7022, 8.16, 25.8597
Si, 27.0955, 10.9103, 26.018
Si, 29.8852, 13.6219, 25.9926
Si, 1.0267, 14.6657, 27.2701
Si, 4.332, 18.03, 27.1961
Si, 1.7156, 4.1227, 27.1809
Si, 3.7654, 6.5175, 27.1837
Si, 1.067, 9.0394, 27.0616
Si, 4.4673, 12.494, 27.2702
Si, 6.5961, 14.8178, 27.1232
Si, 9.728, 17.954, 27.2031
Si, 6.5819, 3.9256, 27.3893
Si, 9.8743, 6.7621, 27.1832
Si, 7.2518, 9.7343, 27.3959
Si, 9.4529, 12.017, 27.2742
Si, 12.5443, 15.2223, 26.9129
Si, 14.7741, 17.3275, 26.8944
Si, 12.0446, 3.7744, 27.1403
Si, 15.289, 6.9561, 26.9144
Si, 12.802, 10.158, 27.2518
Si, 14.9869, 12.3596, 26.7444
Si, 17.1811, 14.5683, 26.9985
Si, 20.5681, 17.8663, 27.0459
Si, 17.9066, 4.3089, 26.9206
Si, 20.016, 6.5689, 26.901
Si, 17.4604, 9.2835, 27.0814
Si, 20.9279, 12.6473, 26.8717
Si, 23.0428, 14.8878, 26.5807
Si, 25.1732, 17.0756, 27.239
Si, 22.7782, 3.7476, 27.2636
Si, 25.9819, 6.9318, 27.2524
Si, 23.3178, 9.9079, 27.0553
Si, 25.4383, 12.1812, 27.1986
Si, 28.7634, 15.2658, 27.308
Si, -1.7205, 17.5644, 27.2145
Si, 28.7241, 4.2452, 27.2187
Si, -1.2315, 6.9986, 26.9507
Si, 28.1356, 9.2049, 27.3126
Si, -1.1397, 12.3894, 27.1922
Si, 1.3033, 15.7672, 30.1737
Si, -1.0401, 15.5626, 32.0462
Si, 4.1702, 9.3875, 34.1664
Si, 2.7597, 7.194, 35.6856
Si, 2.9997, 4.4628, 31.2897
Si, 11.7687, 18.1042, 31.3769
Si, 4.1538, 7.1191, 30.173
Si, 10.0518, 11.9545, 32.4203
Si, 11.3114, 18.0101, 34.3419
Si, 13.4982, 8.0794, 33.513
Si, 2.8912, 13.7958, 31.8999
Si, 3.1022, 9.6297, 31.4314
Si, 16.2171, 2.7559, 29.0431
Si, 21.7975, 7.9791, 28.874
Si, 12.6379, 7.7479, 36.4862
Si, 28.2879, 3.9609, 30.0955
Si, 11.6952, 8.3185, 29.3469
Si, 16.9587, 12.5167, 30.2734
Si, 10.1921, 5.7849, 36.5889
Si, 26.6234, 2.1254, 31.9544
Si, 12.8289, 5.1377, 32.4629
Si, 21.2662, 7.3592, 33.5962
Si, 9.3151, 9.8062, 34.2725
Si, 24.9049, 8.6388, 33.9616
Si, 24.5955, 17.0643, 30.159
Si, 2.6839, 4.3385, 34.2811
Si, 27.1861, 13.5181, 29.3735
Si, -0.2709, 8.0751, 29.5145
Si, 23.5988, 17.3973, 34.2861
Si, -0.028, 5.4489, 31.089
Si, -1.7124, 6.7267, 35.9899
Si, 23.9528, 5.7752, 29.2443
Si, 16.3807, 9.7495, 29.7951
Si, 4.7373, 11.8472, 30.223
Si, 8.2836, 5.4702, 29.3975
Si, 7.5696, 15.4592, 32.1332
Si, -0.4209, 4.6949, 34.0382
Si, 25.968, 12.0047, 35.8761
Si, 9.2729, 3.8355, 34.606
Si, 6.8647, 9.7696, 32.8109
Si, 27.2911, 13.6062, 32.4825
Si, 9.9706, 11.0552, 36.8848
Si, 8.4077, 16.0952, 29.2678
Si, 9.4306, 15.6428, 34.3158
Si, 0.3316, 8.9111, 36.0524
Si, 10.7733, 13.956, 29.1701
Si, 13.4788, 3.8892, 29.8599
Si, 7.134, 18.6626, 36.4171
Si, 11.7531, 14.021, 34.0178
Si, 4.9983, 14.208, 36.2539
Si, 6.9578, 8.2274, 30.1823
Si, 12.3282, 15.1497, 31.3494
Si, 11.1921, 9.2981, 32.0651
Si, 15.8552, 15.5421, 36.3754
Si, 15.3361, 14.915, 31.5388
Si, 22.1888, 17.164, 31.5505
Si, 19.081, 15.8524, 28.9763
Si, 19.9945, 10.7216, 36.3581
Si, 18.2739, 6.7073, 34.115
Si, 19.3537, 11.5903, 31.7139
Si, 23.7476, 6.0915, 32.4595
Si, 25.9504, 4.5532, 33.6368
Si, 26.1382, 10.7894, 31.9532
Si, 23.4041, 14.9284, 35.8654
Si, 23.3342, 11.6955, 31.3854
Si, 27.0557, 9.0702, 35.6856
Si, 28.7626, 17.0076, 35.2805
Si, 19.0717, 15.3613, 34.225
Si, 26.1061, 4.7794, 36.7764
Si, -1.4377, 16.2747, 36.8471
Si, -1.4326, 10.9589, 29.9507
Si, 19.3698, 16.8522, 31.8233
Si, -2.9373, 3.2112, 33.9345
Si, 0.4238, 16.5624, 34.4085
Si, 29.2515, 17.0994, 32.4694
Si, -1.7518, 3.639, 29.0751
Si, 29.3598, 8.2488, 33.8769
Si, 28.798, 13.2718, 36.4769
Si, 7.2156, 12.506, 31.5671
Si, -1.1076, 10.4844, 33.8423
Si, 4.6316, 11.2402, 36.6045
Si, 9.9168, 4.0361, 31.7624
Si, 2.9802, 15.1458, 34.5688
Si, -2.4949, 13.3755, 33.7271
Si, 6.6849, 16.2094, 34.787
Si, 12.3853, 13.0631, 36.6326
Si, 0.8248, 11.5089, 31.6389
Si, 2.8226, 17.9037, 35.4286
Si, 14.9452, 3.1835, 33.8029
Si, 14.5799, 7.399, 29.6503
Si, 17.3281, 4.0261, 35.5115
Si, 16.152, 7.8492, 32.1063
Si, 21.2417, 9.4271, 31.3865
Si, 22.2676, 9.2308, 35.5429
Si, 16.675, 17.8421, 31.7621
Si, 18.2715, 17.5507, 36.0496
Si, 16.4971, 14.0569, 34.0394
Si, 13.7995, 17.3613, 35.7886
Si, 19.7055, 13.0312, 29.3205
Si, 23.5323, 14.5697, 31.3279
Si, 18.3706, 8.1812, 36.757
Si, 26.0414, 15.7168, 34.6245
Si, 23.783, 13.0185, 33.8751
Si, 28.3888, 5.732, 32.4756
Si, 23.8375, 2.6415, 36.7888
Si, 18.7924, 12.4649, 34.404
Si, 2.3914, 2.1579, 29.4412
Si, 28.4184, 10.7312, 29.9697
Si, 1.3584, 14.9191, 5.5192
Si, 4.1063, 1.3545, 5.4771
Si, 1.3921, 4.1001, 5.5454
Si, 4.0776, 6.8114, 5.484
Si, 1.3435, 9.4692, 5.4761
Si, 4.0588, 12.2216, 5.5332
Si, 6.806, 14.9695, 5.4789
Si, 9.5163, 1.3946, 5.4624
Si, 6.7991, 4.094, 5.4356
Si, 9.4961, 6.8021, 5.4313
Si, 6.7634, 9.5549, 5.4104
Si, 9.461, 12.2767, 5.3948
Si, 12.1881, 15.001, 5.3795
Si, 14.9339, 1.3614, 5.4133
Si, 12.2125, 4.1102, 5.411
Si, 14.936, 6.8441, 5.4582
Si, 12.2056, 9.5528, 5.4282
Si, 14.9526, 12.2608, 5.4293
Si, 17.6794, 14.9699, 5.4017
Si, 20.3884, 1.3655, 5.4322
Si, 17.6771, 4.0851, 5.4479
Si, 20.4519, 6.7645, 5.4601
Si, 17.672, 9.5536, 5.4135
Si, 20.4033, 12.2485, 5.4018
Si, 23.1198, 14.952, 5.453
Si, 25.8623, 1.3558, 5.4424
Si, 23.1476, 4.0712, 5.4144
Si, 25.8527, 6.7751, 5.3927
Si, 23.168, 9.4758, 5.4267
Si, 25.8719, 12.2024, 5.4553
Si, 28.5756, 14.9275, 5.4754
Si, 31.2417, 1.3463, 5.5325
Si, 28.5877, 4.046, 5.4216
Si, 31.2998, 6.7687, 5.451
Si, 28.5745, 9.472, 5.4583
Si, 31.2791, 12.1951, 5.4792
Si, 2.726, 16.3164, 6.8333
Si, 5.4593, 2.7258, 6.8218
Si, 2.7412, 5.4632, 6.8777
Si, 5.4308, 8.1961, 6.8109
Si, 2.703, 10.8323, 6.8479
Si, 5.434, 13.6117, 6.8377
Si, 8.1625, 16.34, 6.8187
Si, 10.879, 2.7526, 6.8033
Si, 8.1481, 5.4483, 6.8054
Si, 10.8583, 8.1721, 6.7831
Si, 8.1312, 10.902, 6.7783
Si, 10.8443, 13.628, 6.7537
Si, 13.5651, 16.3282, 6.7671
Si, 16.2984, 2.7201, 6.781
Si, 13.5713, 5.4614, 6.7867
Si, 16.3188, 8.1959, 6.7913
Si, 13.5791, 10.905, 6.7824
Si, 16.3195, 13.6173, 6.7758
Si, 19.0301, 16.3206, 6.7827
Si, 21.7736, 2.7178, 6.7763
Si, 19.0553, 5.4277, 6.8028
Si, 21.7942, 8.1458, 6.8013
Si, 19.0409, 10.8993, 6.774
Si, 21.758, 13.5875, 6.7924
Si, 24.4915, 16.3172, 6.7967
Si, 27.22, 2.7114, 6.8033
Si, 24.4989, 5.432, 6.7794
Si, 27.2043, 8.1147, 6.7937
Si, 24.5028, 10.8473, 6.7998
Si, 27.2154, 13.5682, 6.8227
Si, 29.901, 16.2898, 6.8656
Si, 0.0051, 2.7105, 6.8501
Si, 29.9358, 5.4056, 6.8002
Si, -0.0133, 8.1324, 6.8413
Si, 29.9119, 10.8486, 6.8289
Si, -0.0063, 13.5549, 6.8533
Si, 1.3654, 1.3487, 8.1975
Si, 4.0959, 4.0741, 8.1959
Si, 1.3577, 6.8034, 8.2152
Si, 4.0742, 9.509, 8.2085
Si, 1.3567, 12.2059, 8.205
Si, 4.0787, 14.9644, 8.1979
Si, 6.8034, 1.3679, 8.1858
Si, 9.5054, 4.0925, 8.1668
Si, 6.7892, 6.8168, 8.1591
Si, 9.4974, 9.5387, 8.1371
Si, 6.7895, 12.2415, 8.176
Si, 9.514, 14.9692, 8.1597
Si, 12.2329, 1.3766, 8.1464
Si, 14.9454, 4.0958, 8.1333
Si, 12.213, 6.8149, 8.1507
Si, 14.9403, 9.5419, 8.1432
Si, 12.2096, 12.2683, 8.1255
Si, 14.9376, 14.9691, 8.1254
Si, 17.6618, 1.3569, 8.1385
Si, 20.4116, 4.0637, 8.1511
Si, 17.6869, 6.8159, 8.1327
Si, 20.4099, 9.5254, 8.1263
Si, 17.6782, 12.2549, 8.1365
Si, 20.4005, 14.9629, 8.1401
Si, 23.1315, 1.3623, 8.1466
Si, 25.8566, 4.0768, 8.151
Si, 23.1451, 6.7833, 8.1562
Si, 25.8639, 9.4932, 8.1592
Si, 23.1272, 12.2193, 8.1409
Si, 25.8439, 14.9434, 8.1573
Si, 28.5484, 1.3485, 8.1932
Si, 31.2844, 4.0707, 8.1941
Si, 28.5718, 6.7684, 8.159
Si, 31.273, 9.4988, 8.1925
Si, 28.5721, 12.2203, 8.1893
Si, 31.2846, 14.9359, 8.2014
Si, 0.0056, 16.3048, 9.5515
Si, 2.7246, 2.7169, 9.5495
Si, 0.0016, 5.429, 9.5576
Si, 2.7171, 8.1559, 9.5708
Si, -0.0061, 10.8555, 9.5593
Si, 2.7166, 13.5902, 9.5457
Si, 5.4372, 16.3298, 9.5462
Si, 8.1552, 2.7323, 9.5369
Si, 5.444, 5.4516, 9.5398
Si, 8.1474, 8.1782, 9.5145
Si, 5.4325, 10.8866, 9.5449
Si, 8.1511, 13.6091, 9.5227
Si, 10.8717, 16.3358, 9.51
Si, 13.5915, 2.7359, 9.5019
Si, 10.8609, 5.4565, 9.5188
Si, 13.5832, 8.1743, 9.4989
Si, 10.8599, 10.8988, 9.4941
Si, 13.5791, 13.6131, 9.4913
Si, 16.2993, 16.3212, 9.4945
Si, 19.0353, 2.7101, 9.4956
Si, 16.3161, 5.4538, 9.4849
Si, 19.0486, 8.1697, 9.4906
Si, 16.312, 10.8957, 9.4937
Si, 19.0399, 13.6061, 9.4995
Si, 21.7673, 16.3187, 9.498
Si, 24.494, 2.7163, 9.5087
Si, 21.7718, 5.4296, 9.5049
Si, 24.4995, 8.1442, 9.5184
Si, 21.7663, 10.8718, 9.5022
Si, 24.4835, 13.5815, 9.5071
Si, 27.1939, 16.3006, 9.5354
Si, 29.9246, 2.7042, 9.5436
Si, 27.2144, 5.4222, 9.526
Si, 29.9176, 8.133, 9.5375
Si, 27.2108, 10.8561, 9.5315
Si, 29.9265, 13.5801, 9.5549
Si, 1.3622, 14.9481, 10.9117
Si, 4.0776, 1.3611, 10.9122
Si, 1.364, 4.0717, 10.9134
Si, 4.0777, 6.7913, 10.9147
Si, 1.358, 9.5125, 10.9253
Si, 4.0748, 12.2397, 10.9092
Si, 6.7925, 14.9615, 10.8932
Si, 9.5101, 1.3638, 10.8829
Si, 6.7946, 4.0891, 10.8995
Si, 9.5007, 6.8156, 10.8774
Si, 6.7891, 9.5215, 10.8943
Si, 9.5053, 12.2451, 10.8756
Si, 12.2262, 14.9699, 10.8637
Si, 14.9469, 1.3678, 10.8556
Si, 12.2248, 4.0892, 10.8646
Si, 14.9492, 6.8081, 10.847
Si, 12.2196, 9.5356, 10.8546
Si, 14.9438, 12.2518, 10.8489
Si, 17.6692, 14.9636, 10.8512
Si, 20.4014, 1.3554, 10.855
Si, 17.6759, 4.0858, 10.8419
Si, 20.4074, 6.8024, 10.8483
Si, 17.6778, 9.528, 10.8445
Si, 20.4048, 12.2409, 10.853
Si, 23.1273, 14.9539, 10.8577
Si, 25.8438, 1.3541, 10.8814
Si, 23.1333, 4.0746, 10.8667
Si, 25.8602, 6.7896, 10.8815
Si, 23.1328, 9.5138, 10.8619
Si, 25.8498, 12.2295, 10.8746
Si, 28.5659, 14.9511, 10.8974
Si, 31.288, 1.3501, 10.9057
Si, 28.5711, 4.0695, 10.8968
Si, 31.2833, 6.7902, 10.9098
Si, 28.5709, 9.503, 10.897
Si, 31.2852, 12.224, 10.9156
Si, 2.7176, 16.3164, 12.2687
Si, 5.432, 2.73, 12.2645
Si, 2.7175, 5.4339, 12.2774
Si, 5.4315, 8.1634, 12.2638
Si, 2.7194, 10.8787, 12.2741
Si, 5.4332, 13.6049, 12.261
Si, 8.1452, 16.3282, 12.2475
Si, 10.8652, 2.7321, 12.232
Si, 8.1481, 5.4556, 12.25
Si, 10.8626, 8.1785, 12.2255
Si, 8.1452, 10.8892, 12.2446
Si, 10.8618, 13.612, 12.2267
Si, 13.5843, 16.3315, 12.2184
Si, 16.3134, 2.729, 12.2034
Si, 13.5881, 5.4523, 12.2128
Si, 16.3128, 8.1677, 12.2
Si, 13.5826, 10.8933, 12.2105
Si, 16.307, 13.6057, 12.2097
Si, 19.0363, 16.3192, 12.2093
Si, 21.7666, 2.7131, 12.214
Si, 19.0406, 5.4427, 12.1998
Si, 21.7701, 8.155, 12.2129
Si, 19.0406, 10.8822, 12.2061
Si, 21.768, 13.5965, 12.2145
Si, 24.4865, 16.3073, 12.2281
Si, 27.2111, 2.7067, 12.2454
Si, 24.4963, 5.4296, 12.23
Si, 27.2154, 8.1448, 12.2525
Si, 24.4927, 10.8701, 12.2291
Si, 27.2108, 13.5836, 12.246
Si, 29.9293, 16.3085, 12.2607
Si, 0.0054, 2.7103, 12.2716
Si, 29.93, 5.4264, 12.2641
Si, 0.0022, 8.1464, 12.2777
Si, 29.9296, 10.8597, 12.2666
Si, 0.0046, 13.5885, 12.2724
Si, 1.3622, 1.3529, 13.6363
Si, 4.0735, 4.0779, 13.6392
Si, 1.3615, 6.7924, 13.6433
Si, 4.0737, 9.5167, 13.634
Si, 1.3634, 12.234, 13.6369
Si, 4.0748, 14.9592, 13.6282
Si, 6.786, 1.3636, 13.6175
Si, 9.5036, 4.0872, 13.5988
Si, 6.7859, 6.8031, 13.6215
Si, 9.5009, 9.5265, 13.5982
Si, 6.7857, 12.2402, 13.6172
Si, 9.4993, 14.9625, 13.5985
Si, 12.2202, 1.3657, 13.5831
Si, 14.9492, 4.0863, 13.5624
Si, 12.2238, 6.8107, 13.573
Si, 14.9476, 9.5267, 13.5573
Si, 12.2199, 12.2477, 13.5772
Si, 14.944, 14.9658, 13.5684
Si, 17.6739, 1.3668, 13.5589
Si, 20.4045, 4.0834, 13.5586
Si, 17.6754, 6.8035, 13.553
Si, 20.4068, 9.5209, 13.5611
Si, 17.6753, 12.2424, 13.56
Si, 20.404, 14.9598, 13.5648
Si, 23.1283, 1.354, 13.5763
Si, 25.856, 4.0733, 13.5964
Si, 23.1356, 6.7996, 13.5739
Si, 25.8577, 9.5168, 13.5966
Si, 23.1344, 12.2401, 13.576
Si, 25.8545, 14.9545, 13.5934
Si, 28.575, 1.3563, 13.6136
Si, 31.2919, 4.0753, 13.6316
Si, 28.5776, 6.7913, 13.6191
Si, 31.2904, 9.5089, 13.6369
Si, 28.5741, 12.2298, 13.6149
Si, 31.2885, 14.9525, 13.6284
Si, 0.0068, 16.3094, 14.997
Si, 2.7141, 2.717, 15.0029
Si, 0.0043, 5.433, 15.007
Si, 2.719, 8.1572, 15.0041
Si, 0.0137, 10.8676, 14.9989
Si, 2.7207, 13.5973, 14.994
Si, 5.4248, 16.3266, 14.9867
Si, 8.1413, 2.7322, 14.9688
Si, 5.4294, 5.4462, 14.9935
Si, 8.141, 8.1725, 14.97
Si, 5.4283, 10.8839, 14.9896
Si, 8.1395, 13.6078, 14.9702
Si, 10.8526, 16.3321, 14.9479
Si, 13.5843, 2.7325, 14.9246
Si, 10.8626, 5.4569, 14.9422
Si, 13.5857, 8.173, 14.922
Si, 10.8588, 10.8932, 14.9453
Si, 13.5753, 13.6127, 14.9293
Si, 16.3089, 16.3287, 14.9145
Si, 19.0388, 2.7265, 14.9112
Si, 16.3134, 5.4463, 14.9125
Si, 19.0415, 8.1588, 14.9081
Si, 16.3105, 10.8825, 14.913
Si, 19.042, 13.5989, 14.9157
Si, 21.769, 16.3139, 14.9275
Si, 24.4946, 2.7066, 14.9396
Si, 21.7719, 5.4373, 14.9183
Si, 24.4972, 8.1524, 14.9417
Si, 21.7727, 10.8759, 14.921
Si, 24.5002, 13.5893, 14.9452
Si, 27.2161, 16.3107, 14.961
Si, 29.934, 2.7119, 14.9847
Si, 27.2187, 5.4257, 14.9651
Si, 29.9363, 8.1439, 14.9924
Si, 27.2216, 10.8658, 14.9697
Si, 29.9351, 13.5856, 14.9839
Si, 1.367, 14.9508, 16.3624
Si, 4.0697, 1.3576, 16.3656
Si, 1.3607, 4.0753, 16.3741
Si, 4.0775, 6.8019, 16.3692
Si, 1.3661, 9.513, 16.3767
Si, 4.0697, 12.2373, 16.3613
Si, 6.7767, 14.9602, 16.3411
Si, 9.4936, 1.3657, 16.3205
Si, 6.7853, 4.0823, 16.3476
Si, 9.4998, 6.806, 16.3146
Si, 6.7854, 9.5245, 16.3477
Si, 9.4983, 12.2431, 16.3196
Si, 12.2075, 14.9662, 16.2961
Si, 14.942, 1.3656, 16.2713
Si, 12.2233, 4.0913, 16.2861
Si, 14.9495, 6.807, 16.2664
Si, 12.2205, 9.5254, 16.2868
Si, 14.9409, 12.2413, 16.2646
Si, 17.6758, 14.9657, 16.2597
Si, 20.4038, 1.3673, 16.2632
Si, 17.6774, 4.0874, 16.2666
Si, 20.4083, 6.8019, 16.263
Si, 17.6781, 9.518, 16.2607
Si, 20.4121, 12.24, 16.2686
Si, 23.1406, 14.9598, 16.2878
Si, 25.8591, 1.358, 16.3109
Si, 23.1346, 4.0784, 16.2774
Si, 25.8605, 6.7962, 16.3058
Si, 23.1381, 9.522, 16.2841
Si, 25.864, 12.234, 16.3149
Si, 28.5753, 14.9552, 16.33
Si, -1.3484, 1.3556, 16.3538
Si, 28.5778, 4.0761, 16.3407
Si, -1.3496, 6.7943, 16.3732
Si, 28.582, 9.5107, 16.3422
Si, -1.341, 12.231, 16.3536
Si, 2.7153, 16.3115, 17.7337
Si, 5.4278, 2.7251, 17.7218
Si, 2.721, 5.4398, 17.7363
Si, 5.4337, 8.1711, 17.7286
Si, 2.723, 10.8785, 17.7407
Si, 5.4232, 13.602, 17.7187
Si, 8.1277, 16.3313, 17.6907
Si, 10.8596, 2.7411, 17.6528
Si, 8.1454, 5.454, 17.6934
Si, 10.8563, 8.1773, 17.6566
Si, 8.1431, 10.8921, 17.6983
Si, 10.8497, 13.6111, 17.6701
Si, 13.5664, 16.3405, 17.6324
Si, 16.3055, 2.7296, 17.6141
Si, 13.5815, 5.461, 17.6294
Si, 16.3204, 8.1554, 17.6177
Si, 13.5829, 10.8866, 17.6313
Si, 16.303, 13.6073, 17.6029
Si, 19.0436, 16.3246, 17.608
Si, 21.7639, 2.7264, 17.6218
Si, 19.0507, 5.4429, 17.6175
Si, 21.7716, 8.1578, 17.6201
Si, 19.0455, 10.8765, 17.6087
Si, 21.7863, 13.5871, 17.6289
Si, 24.499, 16.316, 17.658
Si, 27.2188, 2.7083, 17.6859
Si, 24.5025, 5.4239, 17.642
Si, 27.2195, 8.1413, 17.6848
Si, 24.5074, 10.8619, 17.658
Si, 27.2206, 13.5936, 17.6841
Si, 29.9331, 16.3078, 17.7028
Si, 0.0003, 2.7112, 17.7349
Si, 29.9257, 5.4302, 17.7264
Si, 0.0099, 8.1528, 17.746
Si, 29.9511, 10.8615, 17.7098
Si, 0.021, 13.5817, 17.7267
Si, 1.3537, 1.3448, 19.1012
Si, 4.0793, 4.0825, 19.1005
Si, 1.3717, 6.7951, 19.1138
Si, 4.0866, 9.5305, 19.1112
Si, 1.3625, 12.2225, 19.119
Si, 4.071, 14.9518, 19.101
Si, 6.7789, 1.3603, 19.0812
Si, 9.5096, 4.0895, 19.0352
Si, 6.8022, 6.8116, 19.0779
Si, 9.5079, 9.5274, 19.0419
Si, 6.7818, 12.2408, 19.0748
Si, 9.4744, 14.9592, 19.038
Si, 12.2142, 1.385, 19.0036
Si, 14.9466, 4.0982, 18.9661
Si, 12.212, 6.8081, 18.9961
Si, 14.948, 9.51, 18.9617
Si, 12.2203, 12.2388, 19.0005
Si, 14.9285, 14.9605, 18.9528
Si, 17.6736, 1.365, 18.952
Si, 20.4122, 4.0897, 18.9795
Si, 17.6927, 6.8008, 18.9709
Si, 20.4125, 9.5213, 18.967
Si, 17.6708, 12.2419, 18.9369
Si, 20.4217, 14.9683, 18.9491
Si, 23.1309, 1.381, 18.979
Si, 25.8638, 4.086, 19.0263
Si, 23.1329, 6.7897, 18.9664
Si, 25.8589, 9.4985, 19.0316
Si, 23.1516, 12.2313, 18.9989
Si, 25.8553, 14.9577, 19.0322
Si, 28.5724, 1.3481, 19.058
Si, -1.3612, 4.0704, 19.0987
Si, 28.5634, 6.7968, 19.081
Si, -1.3441, 9.5165, 19.1131
Si, 28.5954, 12.2385, 19.041
Si, -1.3407, 14.9522, 19.0658
Si, -0.0155, 16.3047, 20.4633
Si, 2.7218, 2.7024, 20.4559
Si, 0.0059, 5.4226, 20.4642
Si, 2.7268, 8.1741, 20.4774
Si, 0.0104, 10.8677, 20.5085
Si, 2.7266, 13.5842, 20.478
Si, 5.4275, 16.315, 20.4636
Si, 8.157, 2.7356, 20.4077
Si, 5.4459, 5.4593, 20.4497
Si, 8.169, 8.175, 20.434
Si, 5.463, 10.8799, 20.4789
Si, 8.1187, 13.6125, 20.4341
Si, 10.834, 16.3475, 20.3505
Si, 13.5681, 2.7776, 20.3371
Si, 10.8555, 5.471, 20.3838
Si, 13.5789, 8.1679, 20.3281
Si, 10.8688, 10.8928, 20.3845
Si, 13.5855, 13.6059, 20.3315
Si, 16.2893, 16.3262, 20.2787
Si, 19.0318, 2.7267, 20.3059
Si, 16.3302, 5.4329, 20.3135
Si, 19.0606, 8.1608, 20.3215
Si, 16.3206, 10.8723, 20.286
Si, 19.0449, 13.6031, 20.2635
Si, 21.7739, 16.3327, 20.3113
Si, 24.4829, 2.7344, 20.3516
Si, 21.7859, 5.4495, 20.3334
Si, 24.4924, 8.1025, 20.3529
Si, 21.7896, 10.8571, 20.3287
Si, 24.4983, 13.589, 20.3799
Si, 27.2153, 16.3049, 20.4095
Si, 29.9079, 2.7012, 20.451
Si, 27.2001, 5.4291, 20.4361
Si, 29.9163, 8.155, 20.4571
Si, 27.2336, 10.8699, 20.3707
Si, 29.9609, 13.5808, 20.4193
O, -2.4565, 6.1286, 37.289
O, 1.4159, 2.8721, 38.3099
O, 6.772, 11.3951, 32.6764
O, 4.2005, 7.2586, 28.5643
O, 5.4757, 2.7651, 27.7246
O, 1.0285, 9.4336, 37.4111
O, 10.1857, 10.4017, 38.3426
O, 1.0275, 8.6177, 28.6602
O, 5.5136, 13.701, 27.6217
O, 9.3713, 11.3278, 33.7466
O, 10.9064, 2.6923, 27.617
O, -1.6928, 11.5201, 28.4556
O, 11.9497, 14.4186, 28.1802
O, 13.654, 16.2832, 27.4858
O, 19.813, 17.1039, 28.2768
O, 14.2894, 17.8811, 37.2325
O, 10.7059, 3.0991, 34.8275
O, 14.9271, 6.4135, 28.4165
O, 10.6642, 4.5361, 37.515
O, 13.9252, 11.3423, 27.5433
O, 18.7634, 16.1269, 30.5208
O, 23.0576, 17.6063, 30.2454
O, 15.618, 17.8794, 28.156
O, 18.9418, 5.4624, 27.4408
O, 20.4571, 7.4476, 28.1905
O, 18.0379, 7.8789, 35.2116
O, 20.054, 14.5579, 28.9251
O, 24.0317, 15.8915, 27.445
O, 23.6662, 9.3555, 34.7421
O, 27.1515, 3.1673, 30.8599
O, 23.4514, 4.3452, 28.644
O, 24.3496, 11.0348, 27.682
O, 27.2658, 10.1827, 30.9574
O, 20.2717, 11.7316, 37.599
O, 29.8676, 16.4078, 27.7737
O, 2.4424, 15.1223, 31.1073
O, 1.3649, 15.246, 34.5236
O, 8.3666, 10.8863, 27.7505
O, 28.2733, 14.3837, 37.5194
O, 9.0265, 17.4323, 28.595
O, 15.4173, 10.6905, 38.2113
O, 15.7725, 2.6071, 32.5433
O, 11.4579, 6.6937, 36.2074
O, 21.6281, 2.6402, 27.6673
O, 15.885, 4.0503, 34.7845
O, 9.0679, 6.6253, 37.3663
O, 22.3662, 9.3526, 28.2562
O, 10.7855, 7.6418, 28.2078
O, 16.533, 7.9626, 27.1466
O, 0.0486, 7.0278, 30.7053
O, 17.1815, 4.085, 37.1265
O, 23.0951, 11.8624, 32.9906
O, 14.3764, 15.8594, 35.805
O, 4.0289, 13.0003, 31.0964
O, 7.0362, 4.565, 28.8503
O, 26.7424, 12.0968, 32.6806
O, 12.6534, 4.3341, 28.5431
O, 11.2444, 4.7957, 32.3293
O, 24.1754, 14.1787, 32.7821
O, 28.2299, 9.1766, 34.5709
O, 26.2256, 10.433, 35.7843
O, -0.9959, 10.736, 38.3104
O, 28.9182, 2.32, 35.0726
O, 17.5922, 9.6672, 28.6868
O, 16.2245, 13.892, 30.6514
O, 17.0312, 8.7187, 37.4771
O, 3.5691, 16.6777, 34.6455
O, 12.9126, 2.5143, 30.5038
O, 3.4238, 14.3262, 35.8922
O, 11.7778, 14.3249, 37.443
O, 10.5498, 14.6612, 34.8997
O, -0.3226, 11.9433, 30.5883
O, 8.124, 17.9329, 37.4571
O, 18.1574, 13.4578, 38.239
O, 13.8384, 7.0241, 37.2832
O, 5.412, 12.6553, 36.4369
O, 28.7084, 9.7037, 28.7558
O, 3.5012, 14.3171, 33.2936
O, 26.2447, 4.8574, 35.1875
O, -2.8325, 10.9796, 30.763
O, 25.6586, 6.1691, 37.4661
O, 27.6649, 8.7581, 37.1717
O, 20.4412, 12.0233, 28.304
O, 13.008, 6.5918, 33.1144
O, 7.9328, 6.9796, 29.8555
O, 24.4059, 4.8381, 33.2469
O, 5.3077, 15.1124, 37.5595
O, -0.89, 7.9864, 36.5446
O, 10.2025, 12.5385, 28.6406
O, 15.9826, 15.2048, 37.9369
O, 10.3682, 2.5784, 31.1933
O, 13.6944, 4.1028, 33.3606
O, 27.0274, 8.0811, 27.7548
O, 4.2831, 10.6782, 35.1322
O, 24.4236, 7.4766, 32.9528
O, 21.6562, 7.7647, 35.1325
O, 25.8647, 13.1429, 28.4743
O, 26.9609, 13.9738, 30.9196
O, 22.4515, 3.1828, 37.4216
O, 10.2946, 8.8876, 33.3605
O, 1.4342, 17.3847, 30.1565
O, -1.9676, 11.8504, 33.9082
O, 2.9688, 17.5915, 37.0179
O, 20.8566, 5.161, 38.2074
O, 23.8373, 7.8104, 38.3734
O, 18.1072, 2.6254, 35.2499
O, 25.0645, 12.4182, 34.6238
O, -2.9375, 13.8296, 35.2414
O, 12.727, 9.1242, 32.542
O, 7.4536, 9.163, 31.415
O, 15.397, 5.3752, 38.4094
O, 10.8625, 8.4478, 30.7288
O, 21.4418, 8.7932, 32.8489
O, 25.3848, 6.178, 28.5879
O, 22.1927, 6.2253, 32.8995
O, 3.0054, 9.6146, 33.0576
O, 12.0947, 8.905, 37.4764
O, 15.0769, 8.3001, 33.2366
O, 16.2031, 14.1682, 35.6137
O, -0.5802, 4.8971, 38.41
O, 10.0258, 17.1041, 34.0532
O, 27.772, 4.122, 28.5585
O, 25.0466, 14.9743, 35.7004
O, 26.8036, 5.6162, 32.7638
O, 2.6748, 5.3751, 27.6366
O, 15.0804, 8.9149, 29.3
O, 18.7492, 11.402, 35.595
O, 29.3539, 16.3674, 33.9119
O, 12.4842, 2.7793, 38.3841
O, -2.934, 12.2371, 37.3405
O, 12.9805, 7.4441, 29.7531
O, 1.8404, 10.4862, 30.9055
O, 26.3556, 16.0794, 38.3193
O, 4.1091, 11.8537, 28.7317
O, 19.4365, 13.9033, 34.8346
O, 7.1153, 15.602, 28.4458
O, 21.2066, 10.455, 35.3091
O, 18.1132, 5.2743, 34.8489
O, 13.8656, 14.9987, 30.8883
O, 1.2971, 17.8339, 34.8745
O, 22.25, 15.5306, 31.5663
O, 1.4662, 4.9076, 31.1948
O, 25.0815, 16.827, 33.9288
O, 25.1242, 12.3779, 37.2225
O, 28.869, 7.2737, 32.6666
O, 1.0929, 4.1795, 34.0809
O, 12.2067, 9.725, 28.7157
O, 20.8982, 16.2141, 38.2606
O, 8.6992, 12.0114, 37.1691
O, 22.3098, 10.5503, 30.9505
O, 1.5334, 13.4587, 38.2143
O, -1.4186, 3.4762, 34.3983
O, -0.6675, 5.7954, 35.1921
O, 29.0576, 4.646, 33.5128
O, 28.6254, 5.3289, 30.9148
O, 8.038, 3.1345, 35.3546
O, 16.0129, 13.4749, 27.4746
O, -1.1954, 17.4569, 37.919
O, 17.5313, 15.2652, 33.7116
O, -2.4378, 16.2206, 31.5117
O, 28.8838, 13.5003, 32.7288
O, 2.803, 7.0529, 37.2977
O, 22.0798, 13.7554, 27.2919
O, 17.2734, 6.9676, 32.864
O, 3.903, 5.588, 30.5807
O, 13.3841, 5.0605, 30.9518
O, 9.1176, 4.7875, 30.5896
O, 8.174, 15.7887, 35.3042
O, 24.357, 17.5882, 37.4799
O, 8.9647, 15.0709, 32.874
O, 3.2777, 11.5762, 37.428
O, 4.5394, 5.279, 38.1264
O, 25.682, 9.7073, 33.0389
O, 3.9649, 8.093, 35.1036
O, 22.8369, 13.6693, 35.0055
O, -0.9668, 9.4172, 30.0481
O, 13.677, 12.5049, 37.4214
O, 22.4076, 9.4006, 37.1429
O, 3.4582, 17.652, 28.5276
O, 3.1749, 3.0347, 30.5543
O, 18.1496, 17.7178, 32.441
O, 27.452, 12.6541, 35.8316
O, -1.1601, 2.2828, 28.3791
O, 18.0984, 12.8313, 29.1569
O, 23.6996, 2.4154, 35.2006
O, 26.3596, 3.013, 33.2926
O, -0.0876, 13.5405, 27.6941
O, -0.7386, 5.2842, 32.544
O, 3.4147, 4.3497, 32.8432
O, 8.9242, 3.8912, 33.0299
O, 15.0199, 3.7105, 29.495
O, 12.7986, 13.4702, 35.1152
O, 22.9253, 6.8674, 28.6766
O, 23.9517, 5.8357, 30.8622
O, 22.8267, 16.2836, 35.1865
O, -3.4302, 2.5487, 38.3618
O, 26.7023, 14.6886, 33.5476
O, 25.4074, 17.4672, 28.8166
O, 16.8318, 16.8091, 36.1159
O, -0.7501, 4.5425, 29.9471
O, 12.2092, 17.3773, 35.5277
O, -0.7013, 14.9652, 37.4979
O, 11.2754, 11.8963, 36.4751
O, 9.5311, 14.963, 29.15
O, 22.897, 14.7264, 37.379
O, 20.6761, 17.7029, 31.4004
O, 27.6826, 17.2226, 32.0999
O, 24.9522, 3.73, 37.1469
O, 27.4948, 4.2807, 37.4256
O, 7.1979, 13.6027, 38.4679
O, 26.4039, 10.616, 38.5218
O, 21.4196, 8.1732, 30.4113
O, 1.5195, 3.185, 28.5161
O, 6.7709, 9.1106, 28.8309
O, 13.1704, 8.3382, 35.0806
O, 12.3394, 15.1134, 32.9776
O, 19.2783, 16.5256, 35.3129
O, 15.353, 6.9525, 31.0037
O, 25.9477, 8.0379, 35.0697
O, 6.2645, 17.5503, 35.599
O, 5.5145, 10.1337, 37.4027
O, 18.9486, 6.835, 37.4352
O, -2.0693, 9.2308, 33.4385
O, 11.4414, 13.9815, 30.6435
O, 19.7726, 10.0923, 31.2867
O, 5.7813, 14.9049, 35.0345
O, 7.2031, 8.1865, 38.2343
O, 7.9059, 16.2891, 30.7892
O, 16.9609, 2.1103, 30.2958
O, 11.688, 16.5688, 30.8857
O, 20.1482, 12.6881, 30.8259
O, 8.8477, 12.4827, 31.4544
O, 12.145, 18.1365, 32.9578
O, 22.7965, 17.7374, 32.9381
O, 24.5658, 15.4506, 30.4314
O, 2.91, 5.7253, 35.058
O, 17.6838, 15.4826, 28.2583
O, 28.028, 12.1516, 29.3277
O, 1.6236, 12.8111, 32.1568
O, -0.3195, 10.1211, 35.2115
O, 1.5732, 15.2405, 28.6778
O, 17.298, 3.6225, 28.2469
O, 25.285, 17.81, 31.3941
O, 6.3505, 12.1038, 30.2382
O, -1.2841, 7.2298, 28.5658
O, 16.7703, 9.1065, 31.2545
O, 7.8106, 9.3123, 34.0446
O, 6.811, 14.0477, 31.8819
O, 17.7836, 11.8306, 31.4845
O, 9.9582, 16.1719, 38.2134
O, 5.4622, 9.1454, 33.2463
O, 17.2732, 12.6596, 33.8892
O, 27.2229, 16.5197, 35.4057
O, 1.4042, 7.9894, 35.2621
O, -3.0388, 16.4247, 36.5424
O, 6.7411, 16.4059, 33.1678
O, -2.4347, 4.6248, 27.9245
O, 9.1965, 5.5795, 28.0735
O, 3.0731, 8.1212, 30.8485
O, -1.3331, 14.2779, 33.0123
O, 23.1283, 13.1423, 30.6569
O, 5.5934, 7.5691, 30.7004
O, 15.2608, 14.2472, 33.0298
O, -0.1446, 15.2794, 30.7289
O, -2.866, 7.182, 34.9989
O, 6.1745, 3.3669, 37.2319
O, 11.1674, 12.9097, 33.0362
O, 14.4627, 18.221, 34.6274
O, 24.8474, 11.215, 31.0711
O, 4.4333, 10.3966, 30.8858
O, 29.6643, 3.1165, 29.9897
O, 18.8969, 17.8498, 37.5135
O, 28.0314, 14.6915, 28.6491
O, 15.9253, 16.4128, 31.634
O, -0.0977, 8.074, 26.4681
O, -0.8012, 16.4919, 35.415
O, 19.7175, 11.8494, 33.2439
O, 9.4953, 5.3022, 35.2245
O, 10.8705, 10.8148, 31.6324
O, 9.7012, 9.8549, 35.8333
O, 19.5117, 9.3024, 36.9517
O, 19.895, 15.7663, 32.9075
O, -2.8615, 2.2995, 32.6006
O, -0.194, 16.6514, 32.9216
O, 3.3112, 3.0898, 35.1138
O, 0.0854, 10.6839, 32.792
O, 15.9526, 11.3235, 29.8414
O, 19.7687, 6.7987, 33.5274

Results
total energy: -218731.028 eV
total energy less fixed offsets of O -438.35, Si -107.03 eV per atom: -12.308 eV

Forces (eV/angstrom), in the order of the atoms: element, x, y, z
Si, -0.069, -0.1798, 0.6838
Si, 0.0696, 0.0142, 0.618
Si, -0.1142, 0.3351, 0.7575
Si, 0.0704, -0.2278, 0.7841
Si, -0.1456, 0.196, 0.7222
Si, -0.0198, 0.2497, 0.6725
Si, 0.2142, -0.2029, 0.7256
Si, 0.1407, -0.1298, 0.8118
Si, -0.1066, 0.1012, 0.7426
Si, -0.1475, 0.0838, 0.69
Si, 0.1504, -0.0091, 0.7386
Si, -0.163, 0.1822, 0.7048
Si, -0.0668, 0.0704, 0.7832
Si, -0.1355, 0.1658, 0.6932
Si, 0.0184, -0.223, 0.8225
Si, 0.1621, -0.2288, 0.6393
Si, 0.3197, -0.315, 0.7062
Si, 0.0769, -0.0897, 0.7796
Si, 0.149, -0.3149, 0.8435
Si, 0.1639, -0.3634, 0.7079
Si, -0.282, 0.2237, 0.7253
Si, 0.2, -0.0524, 0.7047
Si, -0.1816, 0.0983, 0.7224
Si, 0.0861, 0.0072, 0.6134
Si, -0.054, 0.0867, 0.6891
Si, 0.2078, -0.0893, 0.7057
Si, -0.0274, 0.1791, 0.7791
Si, -0.2829, 0.2313, 0.8115
Si, 0.0005, -0.1023, 0.6564
Si, 0.0274, -0.1867, 0.708
Si, -0.032, 0.2736, 0.7362
Si, -0.2013, 0.1028, 0.8062
Si, 0.1067, -0.3081, 0.7159
Si, 0.4048, -0.2204, 0.5456
Si, -0.3348, 0.2184, 0.6476
Si, 0.0796, -0.1043, 0.7437
Si, 0.0269, -0.0063, -0.0091
Si, 0.0503, 0.0346, -0.0339
Si, -0.0228, 0.0318, -0.0553
Si, 0.0042, 0.0018, -0.0344
Si, -0.0113, -0.0532, -0.0635
Si, -0.0227, -0.0537, -0.0843
Si, 0.0212, -0.0044, -0.0717
Si, -0.0116, 0.0209, -0.0259
Si, 0.0296, -0.0064, -0.0628
Si, 0.0562, -0.0042, -0.0142
Si, -0.0102, -0.0127, -0.0052
Si, 0.0174, -0.0027, -0.0376
Si, 0.0345, 0.0106, -0.0373
Si, 0.034, 0.0026, -0.0105
Si, -0.0395, 0.0226, -0.0386
Si, 0.0421, 0.0031, -0.0598
Si, 0.0025, -0.0249, -0.0529
Si, 0.0298, 0.0266, -0.065
Si, 0.0491, 0.0404, -0.0795
Si, 0.0051, 0.0043, -0.0449
Si, 0.0165, -0.0184, -0.0211
Si, -0.0089, -0.0106, -0.07
Si, -0.0624, -0.0308, -0.0119
Si, -0.0041, 0.0389, -0.0582
Si, -0.0011, -0.0041, -0.0485
Si, -0.0367, -0.033, -0.0353
Si, -0.0035, 0.0258, -0.0505
Si, -0.0245, 0.0105, -0.0608
Si, 0.0401, -0.0088, -0.0533
Si, 0.0127, -0.0039, -0.0249
Si, -0.0153, 0.0113, -0.0834
Si, -0.016, 0.0059, -0.0987
Si, -0.0137, -0.0059, -0.0189
Si, -0.0404, -0.0339, -0.0298
Si, -0.0177, 0.0416, -0.0384
Si, -0.0027, 0.0444, -0.0683
Si, -0.035, 0.0392, 0.0627
Si, -0.0048, -0.0048, -0.0056
Si, 0.0232, 0.0002, 0.0132
Si, -0.0284, 0.0094, 0.0318
Si, 0.0086, 0.0155, -0.0016
Si, 0.0583, -0.0353, 0.0572
Si, 0.0345, -0.0168, 0.0419
Si, -0.0059, -0.0034, 0.0296
Si, 0.0167, -0.0112, -0.0232
Si, 0.0128, -0.0174, 0.0121
Si, -0.0494, 0.0395, 0.0198
Si, -0.0122, 0.0275, 0.0024
Si, 0.0026, 0.0128, -0.0063
Si, 0.0165, -0.0029, 0.0232
Si, -0.0289, -0.0003, 0.0245
Si, -0.0217, 0.0264, 0.0217
Si, 0.0092, -0.0229, 0.0258
Si, 0.01, -0.0264, 0.0313
Si, -0.0021, -0.0123, 0.0424
Si, -0.0029, 0.0011, 0.0243
Si, -0.0099, -0.0059, 0.019
Si, 0.0208, -0.0096, 0.0282
Si, -0.0365, -0.0033, -0.0043
Si, 0.0066, 0.0141, 0.0032
Si, 0.0126, -0.0001, 0.0233
Si, 0.0117, 0.0083, 0.0178
Si, -0.0077, -0.0173, 0.0082
Si, 0.0097, 0.0203, 0.0027
Si, -0.0103, -0.0147, 0.0486
Si, -0.0095, 0.006, 0.0026
Si, 0.0068, -0.0186, 0.0034
Si, -0.0001, -0.0208, 0.0234
Si, -0.0103, -0.0019, 0.0471
Si, 0.0219, -0.0232, 0.0134
Si, 0.0342, 0.0194, -0.003
Si, -0.0021, 0.0141, 0.0345
Si, -0.01, -0.044, -0.0086
Si, -0.0073, 0.0272, -0.0093
Si, 0.0254, 0.0339, 0.0063
Si, -0.0035, -0.0244, -0.0278
Si, -0.0069, -0.0434, -0.0071
Si, -0.0122, 0.0227, 0.0002
Si, -0.0133, 0.038, -0.0297
Si, -0.017, 0.0344, -0.0151
Si, -0.0033, -0.0181, 0.019
Si, 0.0032, 0.0169, 0.0142
Si, 0.0223, 0.0164, -0.0503
Si, -0.019, -0.0352, -0.0133
Si, -0.0162, -0.011, -0.0143
Si, 0.0045, -0.0175, 0.0006
Si, 0.0365, -0.0531, -0.033
Si, -0.0206, 0.0001, 0.0145
Si, 0.0219, 0.0072, -0.025
Si, 0.0044, 0.025, -0.0177
Si, 0.0094, -0.0338, -0.0231
Si, -0.0316, 0.0016, -0.0139
Si, 0.0098, 0.0278, -0.0055
Si, 0.0157, 0.0176, 0.0086
Si, 0.0356, -0.0203, 0.0091
Si, 0.0049, -0.0036, 0.0148
Si, -0.0034, -0.0064, 0.0138
Si, 0.0078, 0.0016, -0.0236
Si, -0.0044, 0.0155, -0.0087
Si, -0.0015, 0.0034, 0.0085
Si, 0.0038, -0.008, -0.0153
Si, -0.0233, -0.0056, 0.0031
Si, -0.0152, -0.0055, -0.0065
Si, 0.0112, -0.0055, -0.0219
Si, -0.0197, 0.0174, -0.0351
Si, -0.0152, -0.0086, -0.0081
Si, 0.002, -0.0087, 0.0093
Si, 0.0029, 0.0065, -0.0371
Si, -0.0248, -0.004, 0.0017
Si, -0.0045, -0.0019, 0.0183
Si, -0.0403, 0.0202, 0.0126
Si, 0.0113, 0.0154, 0.0005
Si, -0.0026, -0.0128, 0.0293
Si, -0.0092, -0.0012, 0.0078
Si, 0.0036, -0.0178, 0.0138
Si, -0.0006, -0.0167, 0.0127
Si, 0.0016, -0.0029, 0.0132
Si, -0.0043, 0.0026, 0.0041
Si, 0.0012, -0.0063, 0.0124
Si, -0.0014, -0.0231, 0.0094
Si, -0.0029, -0.0055, -0.008
Si, 0.0151, 0.0018, -0.0019
Si, 0.0048, -0.0042, 0.0255
Si, 0.0021, 0.0084, -0.0063
Si, 0.0141, -0.0092, 0.0095
Si, 0.0042, -0.0106, -0.0057
Si, 0.0022, -0.0107, 0.0002
Si, -0.0042, 0.0125, -0.0028
Si, -0.0157, -0.0064, 0.0119
Si, -0.0081, 0.0232, -0.0023
Si, -0.0033, -0.006, 0.0006
Si, -0.0085, 0.0146, 0.0027
Si, -0.0082, 0.022, -0.0017
Si, 0.0041, -0.0109, 0.0047
Si, 0.0098, -0.0109, 0.0219
Si, -0.0192, 0.007, 0.0064
Si, -0.0083, -0.0133, -0.0046
Si, 0.001, 0.0111, -0.0027
Si, 0.0156, 0.006, -0.0019
Si, 0.0081, -0.0103, 0.0117
Si, -0.0051, 0.0112, 0.0064
Si, 0.0206, 0.026, 0.0071
Si, -0.0083, -0.0052, -0.0018
Si, 0.0164, 0.0168, 0.0182
Si, 0.0025, -0.0085, -0.0187
Si, -0.023, 0.0073, 0.0061
Si, 0.0477, -0.0427, 0.0172
Si, 0, -0.0083, -0.0018
Si, -0.003, -0.0059, -0.0129
Si, 0.0184, -0.0022, 0.0347
Si, -0.0197, 0.0188, 0.0263
Si, 0.0199, 0.0189, 0.0169
Si, -0.018, -0.0099, -0.0004
Si, -0.0243, 0.0215, 0.012
Si, 0.0152, 0.0196, 0.0279
Si, 0.0154, 0.033, -0.0135
Si, -0.0416, 0.0113, 0.0176
Si, -0.013, -0.0144, -0.008
Si, -0.0065, 0.0327, 0.0126
Si, -0.011, 0.0003, -0.018
Si, 0.0195, -0.0428, 0.0219
Si, 0.0312, 0.0128, 0.0382
Si, 0.0149, -0.0052, -0.0104
Si, -0.0153, -0.0184, -0.0007
Si, 0.0289, -0.0077, 0.039
Si, 0.0068, 0.0013, -0.0071
Si, -0.0281, 0.0088, -0.0073
Si, -0.0143, -0.0144, 0.0285
Si, -0.0263, 0.0172, 0.0331
Si, 0.026, 0.0186, -0.0296
Si, 0.033, 0.0207, 0.0431
Si, -0.0052, 0.0333, -0.001
Si, 0.0271, -0.0349, 0.0079
Si, -0.0045, -0.0349, -0.0094
Si, -0.0105, -0.019, 0.0376
Si, -0.0103, 0.0003, 0.0076
Si, 0.0298, -0.0011, -0.0165
Si, -0.0139, -0.0312, 0.0084
Si, -0.0376, 0.028, 0.0282
Si, 0.0045, 0.0172, 0.0463
Si, -0.0254, -0.0254, 0.0451
Si, 0.0063, 0.0594, -0.0102
Si, 0.0082, 0.0154, -0.0098
Si, 0.0198, 0.0377, -0.0062
Si, -0.0248, 0.0411, -0.0321
Si, 0.0084, -0.0405, -0.0151
Si, 0.0318, 0.0167, -0.0011
Si, 0.0157, -0.0301, -0.0248
Si, 0.0163, -0.032, 0.0297
Si, -0.0134, 0.017, -0.0216
Si, -0.0079, -0.0001, -0.0209
Si, -0.0024, -0.0079, 0.0055
Si, 0.0106, -0.033, -0.0305
Si, -0.0312, -0.0143, -0.014
Si, 0.0525, 0.0165, -0.0113
Si, -0.0212, 0.0071, -0.0565
Si, -0.023, 0.0051, -0.041
Si, 0.0064, -0.0118, -0.0475
Si, 0.0232, -0.0105, 0.003
Si, -0.0102, 0.0103, -0.0006
Si, -0.0069, 0.0288, -0.0144
Si, 0.0234, 0.0096, -0.0135
Si, -0.0382, 0.0009, 0.006
Si, 0.0133, -0.0022, -0.0123
Si, 0.0179, 0.006, -0.0277
Si, -0.0262, -0.0405, -0.005
Si, -0.011, -0.0131, 0.0185
Si, -0.0109, 0.0482, -0.0067
Si, -0.019, 0.0106, -0.0599
Si, 0.0187, 0.027, -0.0469
Si, -0.0196, -0.075, -0.0349
Si, -0.024, 0.0179, -0.0112
Si, -0.0168, 0.0153, -0.0209
Si, 0.0824, -0.0252, 0.0095
Si, -0.0065, 0.0002, 0.0181
Si, 0.012, 0.0047, -0.035
Si, 0.0013, 0.0024, 0.0635
Si, 0.0258, -0.0325, -0.0193
Si, 0.02, -0.0214, 0.049
Si, -0.0295, 0.0107, 0.0576
Si, 0.0393, -0.0874, -0.0022
Si, -0.0044, 0.0188, 0.0548
Si, -0.027, 0.0634, 0.0028
Si, -0.0423, 0.0358, 0.0316
Si, -0.0035, -0.0282, 0.0127
Si, 0.0485, 0.0062, 0.0593
Si, 0.0334, -0.0281, 0.0607
Si, 0.0162, -0.0032, 0.0439
Si, -0.0039, 0.021, 0.055
Si, -0.0084, -0.0125, 0.0646
Si, -0.0073, -0.0476, 0.0613
Si, -0.0533, 0.0061, 0.0813
Si, -0.0195, -0.0226, -0.0073
Si, -0.009, 0.0263, 0.0755
Si, 0.0044, 0.0155, 0.0289
Si, -0.0055, -0.0061, 0.0445
Si, 0.041, -0.0075, 0.015
Si, -0.0488, 0.0267, 0.0254
Si, 0.0536, -0.0345, 0.0513
Si, 0.0095, 0.0023, 0.0509
Si, -0.0784, 0.0575, 0.0161
Si, -0.0038, 0.0097, 0.0799
Si, 0.0099, 0.0031, 0.0283
Si, 0.0025, -0.0099, 0.0275
Si, -0.001, -0.0457, 0.0671
Si, 0.0378, -0.0387, 0.0144
Si, 0.0245, 0.0314, 0.0342
Si, 0.0126, 0.0639, 0.0654
Si, -0.0352, 0.0063, 0.0721
Si, -0.0151, 0.0438, 0.0563
Si, -0.0024, -0.0086, 0.0616
Si, -0.0038, 0.0018, 0.0615
Si, 0.1188, 0.1218, -0.8034
Si, -0.058, -0.1834, -0.7422
Si, -0.284, -0.0699, -0.6751
Si, 0.2233, 0.0951, -0.6893
Si, 0.5274, 0.6118, -0.2643
Si, -0.2572, -0.1779, -0.7633
Si, 0.2468, 0.0365, -0.7502
Si, -0.1298, -0.2145, -0.7122
Si, 0.2843, 0.2214, -0.728
Si, -0.1028, 0.1597, -0.6954
Si, -0.1985, -0.1882, -0.7508
Si, 0.1076, 0.251, -0.7216
Si, -0.1431, 0.0022, -0.7964
Si, -0.007, 0.1155, -0.7816
Si, 0.205, 0.0929, -0.7458
Si, -0.4442, -0.1525, -0.6719
Si, -0.086, -0.2405, -0.6948
Si, 0.0607, -0.0351, -0.4818
Si, 0.1844, -0.0564, -0.6914
Si, -0.0807, -0.1037, -0.7467
Si, -0.1174, -0.1169, -0.8155
Si, 0.2761, -0.0236, -0.7816
Si, 0.3955, 0.4581, -0.5474
Si, -0.2351, -0.1201, -0.7959
Si, -0.0299, 0.0629, -0.5869
Si, 0.2449, 0.2004, -0.7413
Si, 0.1653, 0.1867, -0.7283
Si, -0.2358, -0.1309, -0.7059
Si, 0.0327, -0.162, -0.7517
Si, 0.2953, 0.0042, -0.6236
Si, -0.0583, -0.172, -0.7814
Si, 0.1251, -0.0181, -0.6797
Si, -0.0893, -0.1217, -0.7399
Si, -0.3959, -0.6863, -0.3616
Si, 0.1625, 0.2033, -0.7561
Si, -0.1371, 0.0196, -0.7241
Si, -0.077, 0.0071, -0.0633
Si, -0.0074, -0.0292, 0.0256
Si, -0.0289, 0.0489, 0.0722
Si, -0.054, 0.0082, 0.1327
Si, -0.0342, 0.0244, -0.0527
Si, -0.0256, 0.0739, 0.0085
Si, -0.1037, 0.0228, -0.1317
Si, -0.1936, -0.0106, 0.0277
Si, 0.0394, -0.0156, 0.0138
Si, 0.0163, -0.0687, 0.0695
Si, -0.0619, -0.1361, -0.0963
Si, 0.0669, -0.0083, 0.0085
Si, -0.0989, -0.0454, -0.1926
Si, 0.0501, 0.0979, -0.1241
Si, 0.024, 0.0259, 0.1094
Si, 0.0588, 0.1392, -0.1059
Si, 0.0072, 0.0848, -0.1628
Si, -0.0225, -0.0144, -0.0411
Si, 0.1072, -0.0626, 0.2301
Si, 0.1322, 0.0815, 0.0677
Si, -0.0375, 0.0153, 0.0239
Si, 0.0376, -0.0107, 0.0887
Si, 0.1382, 0.0168, 0.0499
Si, -0.1131, -0.1556, 0.0573
Si, 0.0421, -0.0107, -0.2923
Si, -0.0573, -0.0045, 0.0229
Si, -0.1428, 0.0253, -0.0533
Si, 0.1045, -0.0615, -0.2576
Si, -0.0119, -0.0714, 0.1006
Si, -0.1571, 0.0361, -0.0871
Si, 0.0242, -0.1309, 0.0371
Si, 0.0561, -0.1232, 0.0735
Si, 0.0937, -0.1592, 0.0343
Si, -0.0209, 0.0038, -0.0742
Si, -0.2031, -0.0721, -0.0434
Si, -0.0075, -0.0378, -0.0482
Si, -0.0034, 0.1194, -0.0922
Si, 0.0175, 0.1308, 0.2651
Si, -0.0063, -0.0876, 0.0873
Si, 0.0552, 0.0415, -0.0813
Si, -0.0511, 0.0343, -0.0571
Si, -0.0649, 0.0731, -0.074
Si, 0.0128, 0.1065, -0.1177
Si, -0.068, -0.0702, 0.0776
Si, 0.1403, 0.0064, -0.0919
Si, 0.0037, -0.0701, -0.1881
Si, -0.1507, -0.0953, -0.1173
Si, -0.0183, 0.0289, 0.1596
Si, -0.0295, 0.0092, 0.0723
Si, 0.0394, -0.0371, 0.1315
Si, 0.0403, 0.0358, -0.1034
Si, -0.0103, 0.025, 0.0277
Si, -0.0505, -0.0723, 0.1036
Si, 0.0758, 0.0486, 0.163
Si, 0.031, -0.0137, 0.006
Si, 0.026, -0.0065, -0.0798
Si, -0.0286, 0.0538, -0.2586
Si, 0.0857, -0.0116, 0.0414
Si, -0.131, 0.0068, 0.0587
Si, -0.0491, -0.0364, -0.0749
Si, -0.0167, 0.0503, -0.1072
Si, -0.0227, -0.0688, -0.0228
Si, -0.024, -0.0226, -0.0629
Si, 0.0509, 0.0869, 0.1401
Si, 0.0301, 0.052, 0.0381
Si, 0.1883, -0.1171, 0.249
Si, 0.0894, 0.1562, 0.0217
Si, -0.0439, -0.135, 0.0593
Si, 0.0221, 0.015, 0.0645
Si, 0.1047, -0.1259, 0.1566
Si, 0.1017, -0.0055, -0.1776
Si, 0.0325, 0.0347, -0.0108
Si, -0.1592, 0.0151, 0.0614
Si, 0.1921, 0.0173, -0.0097
Si, 0.0147, 0.0327, -0.0497
Si, 0.0625, 0.0043, -0.2244
Si, 0.0103, 0.0831, -0.0137
Si, 0.046, -0.1519, 0.1206
Si, 0.0496, -0.0499, 0.0597
Si, -0.1118, 0.0433, 0.0824
Si, 0.0215, -0.0826, 0.1545
Si, 0.0997, 0.0627, -0.118
Si, -0.0802, 0.0927, 0.0178
Si, 0.0325, -0.0079, 0.1082
Si, 0.0806, 0.1266, 0.0784
Si, -0.0838, -0.0657, 0.2344
Si, 0.1051, 0.0745, 0.0059
Si, -0.0106, -0.0257, 0.0901
Si, 0.0298, 0.1235, -0.0184
Si, 0.1658, 0.1135, 0.0519
Si, -0.0652, 0.0445, 0.1493
Si, 0.0369, 0.1281, -0.1561
Si, -0.0577, 0.0418, 0.0226
Si, 0.0985, -0.163, 0.0406
Si, -0.1166, -0.0258, 0.0485
Si, -0.0166, -0.0166, 0.1594
Si, -0.0749, 0.0179, -0.049
Si, -0.1039, 0.1811, 0.1118
Si, -0.0594, 0.0124, 0.023
Si, -0.0173, -0.0333, -0.0236
Si, -0.0459, -0.0682, 0.0476
Si, -0.0351, -0.0621, 0.0479
Si, -0.1088, 0.013, -0.0309
Si, 0.1248, -0.0764, -0.0109
Si, -0.0359, -0.0787, 0.1094
Si, -0.0499, 0.1362, 0.0177
Si, 0.0058, 0.0716, -0.2137
Si, -0.0693, -0.0651, 0.0034
Si, -0.0004, -0.0167, 0.0078
Si, -0.0056, -0.0228, 0.01
Si, 0.0237, 0.0088, 0.0039
Si, -0.019, -0.0025, 0.0081
Si, 0.0129, -0.0022, -0.0069
Si, 0.0116, -0.0046, 0.0058
Si, 0.0012, -0.0132, -0.026
Si, 0.0061, 0.0016, 0.0011
Si, 0.003, -0.0149, -0.0113
Si, -0.0067, -0.0079, -0.0029
Si, -0.0086, -0.0033, -0.013
Si, -0.0028, -0.0006, 0.0037
Si, -0.0132, 0.005, -0.0184
Si, 0.0053, 0.0187, -0.0023
Si, -0.0127, 0.0055, -0.0116
Si, -0.0065, 0.0044, 0.0024
Si, -0.0129, 0.0028, -0.0243
Si, -0.006, -0.0133, -0.0092
Si, 0.0078, 0.0044, -0.0155
Si, -0.0018, -0.0101, 0.0063
Si, 0.0119, -0.006, -0.0044
Si, -0.0108, -0.0206, 0.0069
Si, -0.0154, 0.0221, -0.0122
Si, -0.0088, 0.0297, -0.0227
Si, 0.002, 0.0141, -0.0036
Si, 0.0051, 0.0117, -0.0067
Si, 0.0024, 0.0005, -0.0062
Si, -0.0068, 0.0104, -0.0046
Si, 0.0023, -0.0305, -0.0146
Si, 0.0117, 0.0022, -0.0113
Si, 0.0105, 0.008, -0.0121
Si, -0.0049, 0.0103, -0.0046
Si, 0.0154, 0.0097, -0.0149
Si, 0.0073, 0.0081, -0.0026
Si, 0.0003, -0.0098, -0.0042
Si, -0.0048, 0.0067, -0.0097
Si, 0.0018, 0.0143, -0.0104
Si, -0.0035, 0.0119, -0.0138
Si, -0.0085, 0.0017, 0.0004
Si, -0.0242, 0.0075, -0.0005
Si, 0.0217, -0.0132, -0.0046
Si, -0.007, 0.0042, -0.0049
Si, -0.0054, 0.0154, 0.0031
Si, 0.0023, -0.0112, 0.0016
Si, 0.0173, -0.0101, 0.0057
Si, 0.0211, -0.0041, -0.0054
Si, 0.0085, 0.0081, -0.016
Si, -0.0084, 0.0026, -0.0046
Si, 0.0132, -0.0014, -0.0024
Si, 0.0046, -0.0059, -0.0047
Si, 0.0063, 0.0066, -0.0032
Si, -0.0049, -0.0008, -0.0047
Si, -0.0116, 0.0046, -0.0012
Si, 0.0009, 0.003, 0.0027
Si, -0.0028, 0.0032, 0.0004
Si, -0.0075, 0.0024, -0.0055
Si, 0.0154, 0, 0.0015
Si, 0.0037, 0.0012, 0.0059
Si, 0, -0.0065, 0.0004
Si, 0.0104, -0.0109, -0.0003
Si, -0.0115, -0.0062, -0.0031
Si, -0.0141, -0.0089, -0.011
Si, -0.0043, 0.0006, -0.0036
Si, 0.0119, 0.0011, 0.0023
Si, -0.0069, 0.0027, 0.0016
Si, 0.0043, -0.0158, 0.0066
Si, -0.0015, 0.0112, -0.006
Si, 0.0019, -0.0068, -0.016
Si, -0.002, 0.0064, -0.0008
Si, -0.0061, 0.0015, -0.0051
Si, -0.0081, -0.0011, 0.0007
Si, 0.0148, -0.0013, -0.0105
Si, -0.0063, -0.0182, 0.0011
Si, -0.0201, -0.009, 0.0001
Si, 0.0321, 0.0138, 0.0092
Si, 0.0007, 0.0012, 0.0108
Si, -0.0157, -0.0046, 0.0041
Si, 0.0053, 0.0078, 0.0099
Si, -0.0062, -0.0034, 0.0042
Si, -0.0046, -0.0046, 0.0043
Si, 0.0025, -0.0007, -0.0079
Si, -0.0043, 0.0009, -0.0051
Si, -0.0045, -0.0081, 0.0086
Si, 0.0113, 0.0096, 0.0059
Si, 0.0128, 0.0217, 0.0099
Si, 0.0014, 0.0041, 0.003
Si, -0.0124, -0.0164, -0.0023
Si, 0.0029, -0.0124, -0.0028
Si, 0.0095, -0.0016, -0.005
Si, -0.0149, -0.0113, -0.002
Si, -0.0107, -0.013, -0.0012
Si, -0.0205, -0.0083, 0.0043
Si, 0.0128, 0.0185, -0.0059
Si, 0.0098, 0.0062, -0.0067
Si, 0.0088, 0.0037, 0.0005
Si, 0.0008, 0.0025, 0.0011
Si, 0.0159, 0.0131, -0.0011
Si, 0.0177, 0.0163, 0.0037
Si, -0.0066, 0.0038, 0.0069
Si, -0.0014, 0.001, 0.0022
Si, -0.0147, -0.0076, -0.0031
Si, -0.0058, 0, -0.0101
Si, 0.0032, -0.0105, 0.0061
Si, 0.0096, 0.0051, -0.0019
Si, -0.01, -0.0035, -0.0009
Si, 0.0071, -0.0095, 0.0008
Si, 0.0068, 0.0115, 0.0019
Si, -0.0019, 0.0002, 0.0007
Si, 0.0115, -0.0016, 0.0004
Si, 0.0041, 0.003, 0
Si, -0.004, 0.0044, -0.0018
Si, -0.0079, 0.0052, 0.0064
Si, 0.0038, -0.0011, 0.0044
Si, 0.0055, -0.0014, -0.005
Si, -0.0105, 0.0097, -0.003
Si, 0.0079, -0.0005, 0.0033
Si, -0.0046, 0.0026, -0.0009
Si, -0.001, 0.0006, 0.0015
Si, -0.0064, -0.0011, 0.0011
Si, 0.0055, 0.0005, -0.007
Si, 0.0034, -0.0096, 0.0061
Si, 0.0017, -0.0127, 0.0069
Si, 0.0047, 0.0065, 0.0053
Si, 0.0065, -0.0003, 0.0028
Si, 0.0025, 0.0046, -0.0035
Si, -0.0005, 0.0065, 0.0031
Si, -0.0028, 0.0146, 0.0035
Si, 0.0137, -0.0012, 0.0054
Si, -0.0045, -0.005, -0.0019
Si, -0.0058, -0.0041, 0.0048
Si, -0.0046, 0.0041, 0.0065
Si, -0.0031, -0.0038, 0.0106
Si, -0.0053, -0.0075, 0.0024
Si, -0.0094, -0.0045, -0.0011
Si, 0.0017, -0.0022, 0.0076
Si, -0.0009, -0.0058, 0.0073
Si, -0.0014, 0.0015, 0.0064
Si, 0.005, 0.0021, 0.0014
Si, -0.0042, 0.0102, 0.005
Si, 0.0007, -0.0021, 0.0003
Si, 0.0037, -0.0031, 0.0028
Si, -0.0004, 0.0048, 0.0021
Si, 0.0028, -0.002, 0.0095
Si, -0.0035, -0.0126, 0.0013
Si, -0.0059, 0.0024, 0.0017
Si, -0.0038, -0.0092, 0.0021
Si, 0.0006, -0.0032, 0.0032
Si, -0.0121, 0.0008, 0.0019
Si, 0.0116, -0.0011, 0.0075
Si, 0.0081, -0.0055, 0.0092
Si, -0.0005, 0, 0.0077
Si, 0.001, 0.0038, 0.0072
Si, 0.0052, -0.0014, -0.0022
Si, 0.004, -0.0113, 0.0014
Si, -0.0042, 0.0019, 0.0001
Si, -0.0006, 0.0017, -0.0009
Si, 0.0083, 0.0057, 0
Si, 0.0036, 0.0048, 0.0032
Si, -0.0006, -0.0029, 0.0025
Si, 0.0002, 0.0041, -0.0011
Si, -0.0014, -0.0034, 0.0004
Si, -0.0032, -0.0041, 0.0008
Si, -0.0039, -0.0053, 0.0019
Si, -0.0084, -0.002, 0.002
Si, 0.0002, -0.0019, -0.0004
Si, 0.0049, 0.0055, 0.0009
Si, 0.0031, 0.0024, -0.0051
Si, 0.0017, 0.0022, -0.0013
Si, -0.0007, 0.0036, -0.0016
Si, -0.0018, -0.0043, 0.0014
Si, 0.0034, 0.0062, 0.002
Si, 0.0056, 0.0073, 0.0034
Si, -0.0051, -0.001, -0.0008
Si, -0.001, -0.0018, -0.0019
Si, 0.0053, -0.0026, -0.0016
Si, -0.0021, -0.001, 0.0032
Si, -0.0041, 0.0032, 0.0005
Si, 0.0042, 0.0008, -0.0001
Si, 0.0014, -0.0016, 0.003
Si, 0.0034, 0.0081, 0.0021
Si, 0.0086, -0.0021, 0.0006
Si, -0.0082, 0.0054, 0.0005
Si, 0.0049, -0.0015, 0.0002
Si, 0.0019, -0.0037, -0.0001
Si, -0.0135, 0.0087, -0.0016
Si, -0.0042, 0.0082, -0.0028
Si, 0.0069, -0.0001, -0.0024
Si, 0.0045, -0.0036, 0.0033
Si, -0.0037, 0.006, 0.004
Si, -0.0017, 0.0056, 0.0014
Si, 0.0026, -0.0016, 0.0042
Si, 0.0052, 0.0016, 0.0002
Si, -0.0033, 0.001, 0.0047
Si, -0.0025, -0.0048, 0.0004
Si, 0.003, -0.0008, 0.0004
Si, 0.0004, -0.0025, 0.0027
Si, 0.0079, 0.0047, 0.001
Si, -0.0025, 0.0047, 0.0036
Si, 0.0041, 0.0009, 0.0044
Si, -0.0001, -0.0064, 0.0003
Si, -0.0004, 0.0003, -0.0019
Si, 0.003, -0.0049, 0.0029
Si, -0.0016, 0.0011, 0.0044
Si, -0.0025, -0.003, 0.0047
Si, -0.0057, 0.0003, 0.003
Si, 0.0045, -0.0077, 0.0026
Si, -0.0043, -0.004, 0.0039
Si, -0.0017, -0.0023, 0.0036
Si, 0.0007, 0, 0.0045
Si, -0.0004, 0.0012, 0.0019
Si, -0.0015, -0.0011, 0.0031
Si, 0.0028, -0.0011, -0.0023
Si, -0.0004, -0.0016, -0.0014
Si, 0, 0.0055, 0.0009
Si, 0.0026, -0.0033, 0.001
Si, 0.0038, -0.0093, 0.002
Si, -0.0024, -0.0029, 0.001
Si, -0.0038, -0.0028, 0.0047
Si, -0.0024, 0.0002, 0.0025
Si, -0.0005, 0.0015, 0.0005
Si, 0.0106, 0.0015, 0.0041
Si, -0.0021, -0.0022, 0.0033
Si, 0.0024, -0.0044, 0.0035
Si, 0.0068, -0.0035, 0.0007
Si, -0.0008, -0.0032, 0.0023
Si, 0.0026, -0.0032, 0.0019
Si, -0.0036, 0.0004, 0.0031
Si, -0.0031, 0.0001, 0.0012
Si, 0.004, -0.0028, 0.0013
Si, 0.0049, -0.0096, -0.0023
Si, 0.004, -0.0047, -0.0004
Si, -0.0036, -0.002, -0.0021
Si, -0.0031, 0.0022, -0.0014
Si, 0.0041, 0.0018, -0.0006
Si, 0.0019, 0.007, -0.0043
Si, 0.0006, 0.0055, 0.0011
Si, 0.0015, 0.0029, -0.0023
Si, -0.0004, 0.0013, -0.0057
Si, -0.0011, -0.0025, -0.0015
Si, -0.0054, -0.002, -0.0004
Si, 0.0027, -0.0064, -0.0001
Si, 0.0005, 0.0031, -0.0029
Si, -0.0041, 0.0068, -0.0014
Si, -0.0008, -0.0005, 0.0016
Si, -0.0029, 0.0043, -0.0033
Si, 0.0028, 0.0018, -0.0026
Si, -0.0039, 0.0032, -0.0005
Si, -0.0036, -0.0009, 0.0014
Si, 0.003, 0.0025, 0.0014
Si, 0.0068, 0.0004, 0.0024
Si, 0.0018, 0.0005, -0.0006
Si, 0.0015, 0.0025, 0.0001
Si, -0.0014, 0.0016, 0.0026
Si, 0.0025, -0.0052, -0.0003
Si, 0.004, -0.0051, -0.001
Si, -0.0008, 0.0019, -0.0026
Si, -0.0003, 0.0067, -0.0021
Si, -0.0002, 0.0021, -0.0049
Si, -0.0066, -0.0044, -0.0035
Si, -0.0022, 0.0051, -0.0023
Si, -0.0035, 0.005, -0.0004
Si, -0.0018, -0.0024, 0.0001
Si, 0.0006, -0.0001, 0.0005
Si, 0.0059, 0.0068, -0.0027
Si, 0.0023, -0.0025, -0.0065
Si, 0.0004, 0.0027, -0.0043
Si, 0.0023, 0.0034, -0.0012
Si, 0.0072, 0.0049, -0.002
Si, 0.0042, 0.0052, 0.0011
Si, 0.0058, -0.002, 0.0013
Si, 0.0004, 0.0023, 0.0002
Si, -0.0033, -0.011, -0.0042
Si, -0.0047, 0.0028, 0
Si, -0.0008, -0.0036, -0.0004
Si, -0.0028, 0.0015, 0.0003
Si, 0.002, 0.0024, 0.0007
Si, -0.0029, -0.0001, -0.0006
Si, -0.008, -0.0088, -0.002
Si, 0.0039, 0.0005, -0.0028
Si, -0.0009, -0.0065, -0.0032
Si, 0.0011, -0.0014, 0.0012
Si, -0.0022, 0.0016, 0.0008
Si, 0.0053, -0.0064, -0.0009
Si, 0.004, -0.0023, 0.0002
Si, -0.0022, -0.0047, -0.0002
Si, -0.0016, -0.0028, -0.0015
Si, 0.0001, 0.0012, -0.0045
Si, 0.0014, -0.0056, 0.0008
Si, 0.0112, -0.0121, -0.0034
Si, -0.0028, 0.0046, 0.0069
Si, -0.0017, 0.0043, 0.0047
Si, -0.0009, -0.0075, 0.0041
Si, -0.0003, -0.0052, 0.0021
Si, -0.0106, 0.015, -0.0072
Si, -0.0039, 0.0029, -0.001
Si, 0.0073, -0.0086, 0.0026
Si, 0.0032, -0.0032, 0.0046
Si, 0.003, -0.0005, -0.0009
Si, -0.0028, 0.0008, 0.0003
Si, -0.0005, -0.0085, -0.0018
Si, -0.0025, 0.0081, 0.0001
Si, 0.0016, -0.0015, -0.0034
Si, 0.0086, -0.0123, -0.0033
Si, 0.0001, -0.0036, -0.0039
Si, 0.0013, -0.0046, -0.0034
Si, 0.0018, 0.0016, -0.005
Si, -0.0039, -0.0025, -0.0015
Si, -0.001, 0.0081, 0.0008
Si, 0.006, -0.0043, 0.0013
Si, -0.0055, 0.0048, -0.0059
Si, -0.0006, -0.003, 0.0002
Si, 0.001, 0.0037, -0.0042
Si, -0.0008, -0.0071, -0.0016
Si, -0.0025, -0.0004, -0.006
Si, -0.0004, 0.0007, -0.0057
Si, -0.0012, 0.0063, -0.0013
Si, -0.0061, 0.0072, -0.0047
Si, 0.0012, -0.0007, 0.0012
Si, -0.0058, 0.0147, -0.0042
Si, -0.0023, -0.0021, -0.002
Si, 0.003, 0.0031, -0.0002
Si, -0.0016, 0.005, 0.0036
Si, 0.0057, -0.0043, 0.0029
Si, 0.0097, -0.0082, -0.0019
Si, -0.0107, -0.0077, -0.0046
Si, -0.0103, -0.006, -0.0055
Si, -0.003, 0.0024, -0.0069
Si, 0.0032, 0.0021, -0.0018
Si, 0.0068, -0.0006, -0.0003
Si, -0.0051, -0.0108, -0.0049
Si, -0.0067, -0.0092, -0.003
Si, 0.0075, 0.0241, -0.0059
Si, -0.0031, 0.0021, -0.0053
Si, 0.0012, -0.0084, -0.0025
Si, 0.006, 0.0073, -0.0004
Si, 0.0028, 0.0051, 0.0016
Si, 0.0141, -0.0042, -0.0031
Si, -0.0056, -0.0075, -0.0033
Si, 0.0048, 0.0032, -0.0064
Si, -0.0125, -0.0008, -0.0061
Si, -0.0017, 0.0056, 0.0013
Si, -0.0064, -0.0023, -0.0063
Si, 0.0008, 0.0063, -0.001
Si, 0.004, -0.0139, -0.0045
Si, 0.004, 0.0161, -0.0021
Si, 0.003, -0.0075, -0.0092
Si, 0.0038, -0.0046, 0
Si, -0.006, 0.0056, 0
Si, 0.002, -0.0035, 0.0061
Si, 0.0058, 0.0058, 0.0001
Si, -0.0095, -0.001, -0.0104
Si, -0.0052, -0.0114, -0.0024
Si, -0.0145, -0.0051, 0.0005
Si, 0.0086, -0.008, 0.0038
Si, 0.0096, -0.0016, 0.0009
Si, -0.0014, -0.0076, -0.0012
Si, 0.0017, -0.0037, 0.0039
Si, 0.0066, 0.005, -0.0003
Si, 0.0047, 0.0138, -0.0098
Si, -0.0053, 0.0108, -0.0033
Si, -0.0023, 0.0126, 0.0003
Si, -0.0037, 0.0055, 0.0122
Si, 0.0071, -0.0061, 0.0039
Si, -0.0126, -0.0034, 0.0014
Si, -0.002, 0.0109, -0.0009
Si, 0.0001, -0.0016, -0.0041
Si, -0.0035, 0.0028, 0.0072
Si, 0.0151, -0.0149, -0.0027
Si, 0.0021, -0.0067, -0.005
Si, -0.0018, -0.006, -0.0066
Si, -0.0072, 0.0051, -0.007
Si, 0.0048, 0.0091, -0.0017
Si, -0.0101, -0.0086, 0.0054
Si, -0.0052, -0.0035, -0.0054
Si, -0.0025, 0.0194, -0.0085
Si, 0.0115, -0.0063, -0.004
Si, 0.0175, -0.0188, 0.001
Si, -0.0014, 0.0027, -0.0081
Si, -0.0028, 0.005, 0.0064
Si, -0.0084, -0.0056, 0.0045
Si, 0.0133, -0.0139, 0.0007
Si, -0.0055, 0.0012, 0.0006
Si, -0.0108, 0.0149, -0.008
Si, 0.0107, -0.0184, -0.0031
Si, -0.0258, 0.011, -0.006
Si, -0.0012, 0.0015, -0.0013
Si, 0.0039, 0.0128, -0.0162
Si, 0.0105, 0.0035, 0.0074
Si, 0.0014, 0.0035, -0.0007
Si, -0.0079, 0.0173, 0.0021
Si, 0.0081, -0.0066, -0.0074
Si, -0.0018, -0.0045, 0.0026
Si, -0.016, 0.0129, 0.0035
Si, -0.002, -0.0084, 0.0044
Si, 0.001, -0.016, -0.006
Si, 0.0061, -0.0092, -0.0145
Si, -0.0082, -0.0271, -0.0023
Si, 0.0036, -0.0059, -0.0053
Si, -0.0099, 0.008, -0.0046
Si, 0.0059, -0.0022, -0.0124
Si, -0.0009, -0.0116, -0.0017
Si, 0.001, 0.0023, 0.0027
Si, -0.004, -0.0005, 0.0011
Si, -0.0011, 0.0152, -0.0073
Si, -0.0033, -0.0041, -0.0074
Si, 0.0003, 0.0055, -0.0041
Si, 0.0101, 0.0209, 0.0074
Si, 0.0033, -0.0065, 0.0015
Si, 0.0088, -0.0063, 0.0023
Si, 0.0251, 0.0065, 0.013
Si, -0.0044, -0.0073, -0.0036
Si, 0.0053, -0.0204, 0.004
Si, -0.0025, 0.0086, 0.0051
Si, 0.001, 0.0179, 0.014
Si, -0.0151, -0.0185, 0.0007
Si, 0.0168, 0.0011, 0.0057
Si, -0.0114, 0.0216, 0.0041
Si, -0.0081, -0.0064, 0.0017
Si, -0.0088, -0.005, 0.01
Si, 0.0057, 0.0052, 0.0094
Si, 0.0156, -0.0027, 0.0057
Si, -0.0026, -0.0096, 0.0015
Si, 0.016, 0.0162, 0.0023
Si, -0.0323, -0.0178, 0.0012
Si, 0.0103, 0.0019, 0.0127
Si, -0.0162, -0.0225, 0.0091
Si, -0.0049, -0.0071, 0.0111
Si, -0.0012, 0.001, 0.0136
Si, 0.0137, 0.0021, 0.0039
Si, 0.0155, -0.0028, -0.0154
Si, 0.0094, 0.0072, -0.0018
Si, -0.0033, 0.0098, -0.0109
O, -0.4235, -0.1987, -0.0278
O, -0.1144, 0.0199, -0.3711
O, -0.0986, 0.3379, 0.3678
O, 0.2474, 0.1605, -0.152
O, 0.2091, -0.0614, 0.3104
O, 0.4897, 0.2504, -0.2786
O, -0.5829, 0.2126, 0.4351
O, 0.6154, -0.0523, 0.2913
O, -0.0778, 0.2373, 0.0866
O, -0.1802, 0.4351, 0.2284
O, 0.0053, -0.1996, 0.1279
O, -0.5236, -0.3533, 0.0883
O, 0.3194, -0.0876, 0.343
O, -0.062, -0.0493, 0.614
O, -0.123, -0.1208, 0.5181
O, 0.2289, -0.0288, -0.2223
O, 0.3199, 0.1584, 0.2358
O, -0.1132, -0.737, 0.2232
O, -0.0065, -0.3103, -0.4061
O, 0.0868, -0.0048, 0.2405
O, -0.5872, -0.1597, 0.204
O, -0.3377, 0.4349, -0.3217
O, 0.3257, -0.256, 0.3075
O, -0.2131, 0.1264, 0.252
O, -0.4668, 0.3658, 0.4459
O, -0.3423, 0.2324, -0.1918
O, 0.5996, 0.0872, -0.2152
O, 0.1439, 0.0834, 0.317
O, -0.168, 0.3177, -0.1308
O, -0.488, -0.1633, -0.0843
O, -0.1376, -0.1029, 0.2544
O, -0.0048, -0.175, 0.474
O, 0.0117, -0.3158, 0.0449
O, 0.3115, 0.1771, -0.246
O, -0.014, -0.1218, 0.4155
O, 0.3717, 0.4299, 0.1966
O, -0.1953, -0.5154, 0.074
O, 0.0237, -0.0158, 0.555
O, -0.0551, 0.0875, -0.3809
O, -0.1612, 0.3079, 0.4485
O, -0.1725, -0.0781, -0.5778
O, -0.1295, 0.0811, -0.2564
O, 0.0592, 0.0123, -0.4501
O, -0.1504, 0.0277, 0.5842
O, -0.2351, 0.4925, 0.1238
O, -0.2646, 0.2125, -0.3918
O, -0.4359, 0.2357, 0.4422
O, -0.2531, 0.2279, -0.0672
O, 0.0393, -0.1559, 0.1995
O, 0.2972, 0.3206, 0.3198
O, 0.0087, -0.2395, -0.038
O, -0.1812, -0.2359, 0.5207
O, -0.248, -0.37, -0.3623
O, 0.3154, 0.353, 0.2408
O, -0.1778, -0.2463, 0.5531
O, -0.1483, 0.0101, 0.2904
O, -0.1075, 0.7071, 0.2411
O, 0.0026, -0.0538, 0.2285
O, 0.3871, 0.0763, -0.036
O, 0.0675, 0.332, -0.2498
O, 0.0055, 0.0065, -0.2321
O, 0.0878, -0.0225, -0.2823
O, -0.1705, 0.2371, 0.5433
O, 0.4252, 0.0309, 0.4129
O, -0.0129, 0.2142, -0.296
O, -0.2461, -0.3043, -0.1863
O, 0.2786, -0.051, -0.2294
O, 0.0566, -0.221, 0.1703
O, -0.3732, -0.1096, 0.238
O, 0.2292, 0.1424, -0.3115
O, 0.1745, -0.3375, 0.6261
O, -0.1466, 0.7243, 0.0152
O, 0.2186, 0.1474, -0.0864
O, 0.109, 0.0949, -0.2681
O, 0.2324, 0.0824, -0.3548
O, 0.35, -0.0254, 0.0461
O, 0.5025, -0.0183, 0.2107
O, 0.4732, -0.0712, -0.1054
O, 0.0362, 0.3164, -0.2147
O, 0.0319, -0.0532, 0.79
O, 0.1122, 0.2534, -0.1921
O, 0.468, -0.4971, -0.2839
O, -0.1351, -0.6434, 0.169
O, -0.2555, 0.0543, -0.1309
O, 0.0247, 0.2061, -0.1109
O, -0.4938, -0.4405, 0.3902
O, -0.3733, 0.6156, -0.0675
O, -0.3007, 0.2146, 0.4006
O, 0.1163, -0.5066, 0.3374
O, -0.5141, 0.0763, 0.0053
O, -0.2276, -0.3053, -0.0939
O, -0.3226, -0.2663, 0.254
O, -0.1011, -0.0141, 0.4838
O, -0.1366, 0.1533, -0.1457
O, 0.1224, 0.0415, -0.4058
O, 0.0584, -0.3947, 0.4725
O, -0.0964, 0.2868, 0.1326
O, -0.224, 0.2068, 0.1792
O, -0.4239, -0.3348, -0.512
O, -0.1258, -0.3994, 0.1172
O, -0.23, 0.155, 0.6627
O, 0.0084, -0.0767, -0.0732
O, 0.3634, -0.4686, -0.0766
O, 0.1602, 0.0177, -0.5614
O, -0.12, -0.0652, -0.5776
O, 0.3744, -0.073, -0.4124
O, -0.0272, -0.1902, -0.0819
O, 0.0042, 0.1158, 0.1899
O, 0.1946, 0.3398, -0.2884
O, 0.3283, 0.0478, -0.1002
O, -0.1286, -0.1327, -0.0587
O, -0.3462, -0.2886, -0.0418
O, 0.4242, 0.4287, 0.2588
O, 0.2013, -0.2373, 0.3176
O, -0.3745, -0.3848, -0.0215
O, -0.5208, -0.0221, 0.1651
O, -0.0942, 0.3669, -0.1019
O, 0.1873, 0.4636, 0.4894
O, -0.1545, -0.5015, 0.2029
O, 0.1557, 0.1141, -0.296
O, -0.0504, 0.4221, -0.3022
O, -0.4122, -0.1492, -0.0125
O, 0.1939, -0.3337, 0.1371
O, -0.446, 0.5106, -0.24
O, -0.1368, 0.1449, 0.2437
O, -0.1275, 0.2127, 0.0239
O, -0.3175, -0.1662, 0.1079
O, 0.4127, -0.6369, -0.0228
O, 0.1187, 0.0302, -0.4305
O, -0.1043, -0.1073, -0.4966
O, -0.1856, -0.4709, 0.2019
O, -0.1889, -0.1678, -0.5892
O, -0.0314, -0.1831, -0.1939
O, -0.5534, -0.4924, -0.0363
O, 0.6051, 0.0261, 0.2693
O, -0.41, 0.0593, 0.3731
O, 0.1273, 0.4461, -0.406
O, 0.4161, -0.1187, -0.1308
O, 0.0417, -0.0784, -0.5481
O, -0.39, 0.5504, -0.0412
O, -0.3926, -0.3784, -0.0157
O, -0.0791, -0.0868, 0.1211
O, 0.2798, 0.2511, -0.3545
O, -0.1926, 0.5427, -0.2099
O, 0.268, 0.0365, -0.3283
O, -0.1455, -0.1784, -0.2225
O, -0.2912, 0.2506, 0.4614
O, -0.2548, 0.0203, -0.3119
O, -0.2531, 0.0734, -0.6485
O, 0.1831, -0.0132, -0.3151
O, 0.1549, 0.0541, -0.4552
O, 0.4131, -0.5336, 0.2812
O, 0.2078, 0.1933, -0.081
O, 0.1159, 0.1678, 0.4454
O, 0.1381, 0.5616, -0.2173
O, -0.2515, -0.0227, -0.3851
O, -0.0553, -0.0454, 0.4382
O, 0.4227, 0.4225, -0.0539
O, -0.0455, 0.3134, -0.3864
O, -0.13, -0.2437, -0.5249
O, 0.025, -0.1206, -0.2133
O, -0.5113, 0.2832, 0.0748
O, 0.0156, 0.0726, 0.2819
O, 0.2018, -0.3705, -0.317
O, 0.4835, -0.1732, 0.1286
O, 0.1436, 0.397, -0.1544
O, 0.1775, 0.0015, 0.1747
O, 0.1407, -0.2961, 0.6898
O, -0.3968, -0.0502, -0.1815
O, 0.2577, -0.2077, -0.4212
O, -0.1707, -0.3787, -0.4789
O, -0.0946, 0.0077, -0.5286
O, 0.2711, 0.0804, -0.0242
O, 0.2871, -0.1225, -0.1422
O, -0.5525, -0.1401, -0.013
O, -0.2868, -0.0723, 0.2922
O, 0.0478, 0.0851, -0.5227
O, -0.214, 0.4548, -0.1558
O, -0.1021, -0.5189, 0.3789
O, 0.2146, -0.1681, 0.0417
O, -0.0137, 0.2008, 0.309
O, 0.0512, 0.0241, -0.0679
O, 0.1858, 0.1676, 0.2318
O, -0.3711, -0.2153, -0.4862
O, -0.2107, 0.3639, -0.5595
O, 0.2327, -0.267, 0.2897
O, 0.2114, 0.1795, 0.273
O, -0.3646, 0.2352, -0.0241
O, 0.5953, 0.0737, 0.0637
O, -0.67, -0.1907, -0.2801
O, -0.0703, 0.6283, 0.0609
O, 0.6984, -0.1463, -0.3166
O, -0.0481, 0.0405, -0.3908
O, -0.0544, 0.0291, 0.1055
O, -0.6247, -0.0753, -0.1968
O, 0.1546, -0.1893, -0.6354
O, 0.2518, 0.2082, -0.1743
O, 0.5526, 0.1582, 0.1823
O, -0.3989, 0.3981, -0.1803
O, 0.2447, -0.085, -0.2141
O, -0.3127, -0.1103, 0.1709
O, -0.4845, -0.125, -0.4225
O, 0.2467, -0.0286, -0.5056
O, 0.0966, -0.2566, -0.0226
O, -0.0593, -0.4456, -0.0059
O, -0.1559, 0.6305, -0.392
O, -0.2264, -0.359, -0.2292
O, 0.149, 0.0167, 0.3025
O, 0.172, -0.0741, -0.6261
O, -0.045, -0.061, -0.4923
O, 0.2604, 0.1346, -0.1021
O, 0.0012, -0.4177, 0.4107
O, -0.5395, -0.2165, 0.4571
O, -0.1007, 0.2308, 0.0292
O, 0.0244, 0.6339, 0.031
O, 0.0794, 0.2553, 0.2256
O, 0.5355, 0.074, 0.2472
O, 0.1049, -0.4495, 0.1228
O, 0.1012, -0.7557, 0.2668
O, -0.8044, 0.2114, -0.0977
O, 0.1884, -0.1311, -0.3191
O, -0.097, -0.3614, -0.4502
O, -0.0895, -0.0461, -0.2937
O, -0.1281, -0.3257, 0.2466
O, -0.2301, -0.4139, -0.0433
O, -0.1048, -0.3459, -0.5321
O, 0.0979, 0.0386, -0.218
O, -0.0185, 0.682, 0.088
O, 0.4033, -0.1467, -0.1063
O, -0.3139, -0.0313, -0.5041
O, 0.5832, 0.2145, 0.335
O, 0.232, 0.0294, -0.2918
O, 0.5356, 0.2528, -0.0782
O, -0.3294, 0.3553, 0.0237
O, 0.4142, -0.451, -0.0898
O, 0.0402, -0.1568, 0.2507
O, -0.245, 0.2262, 0.4276
O, 0.3622, -0.1323, -0.3568
O, -0.4795, 0.3278, 0.3308
O, -0.0343, 0.4675, 0.1616
O, 0.4661, 0.0973, 0.177
O, 0.0635, 0.1442, 0.3991
O, -0.4954, -0.0862, 0.2193
O, 0.2606, 0.0532, -0.3365
O, -0.3779, -0.0206, 0.1351
O, 0.2051, 0.3042, 0.2004
O, -0.4712, -0.4954, 0.4323
O, -0.4093, 0.0209, 0.1042
O, -0.3884, 0.0475, 0.2636
O, -0.029, 0.0376, -0.489
O, -0.0178, -0.2996, -0.0815
O, -0.1822, -0.4207, -0.341
O, -0.0391, 0.3026, 0.593
O, -0.1706, 0.0804, -0.6304
O, -0.5116, 0.0093, 0.2367
O, -0.5147, 0.2676, -0.1126
O, 0.2711, 0.6714, 0.0852
O, 0.237, -0.3173, -0.1601
O, -0.4894, -0.1372, 0.1744
O, 0.1107, -0.3906, 0.151
O, -0.0293, 0.0829, -0.4294
O, -0.1622, -0.3089, 0.4422
O, -0.2422, -0.1148, 0.0413
O, -0.3961, -0.2349, -0.4101
O, -0.1541, -0.4842, 0.0066
O, -0.0205, 0.2365, -0.4186
O, 0.4493, -0.281, -0.356
O, 0.0189, -0.3011, -0.1178
O, 0.1805, 0.1431, -0.6972
O, 0.2455, -0.4385, -0.1559
O, -0.0385, -0.7685, 0.5799
O, -0.2348, 0.4992, -0.1995
O, 0.1427, 0.2612, 0.3026
O, -0.0671, 0.0041, 0.1007
O, -0.2571, -0.0336, -0.531
O, -0.1988, -0.0024, -0.2133
O, 0.4254, -0.0861, 0.1698
O, -0.1912, 0.4342, -0.16
O, 0.3171, 0.3454, -0.4096
O, 0.0143, -0.5343, 0.3587
O, 0.3379, 0.1053, 0.5453
O, 0.5352, -0.0857, 0.0772
O, 0.0913, 0.3932, -0.5966
O, -0.1086, 0.2638, -0.1103
O, 0.6328, 0.127, 0.0229
O, 0.013, -0.4674, -0.0515
O, -0.8097, 0.1725, -0.1791
O, -0.1665, -0.1179, -0.2146
